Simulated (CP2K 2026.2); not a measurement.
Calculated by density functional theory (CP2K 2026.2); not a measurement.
Periodic cell of 1152 atoms, Si864O288, from a study of silicon, its oxide and their interface. The atomic structure is a simulated model.
Doubt: the forces sum to 1.15 eV/angstrom along one axis rather than to zero, so they err by at least 0.0010 eV/angstrom per atom on average; the grid cutoff is modest.

Settings: functional PBE; method Gaussian and plane waves; basis set DZVP-MOLOPT-SR-GTH; pseudopotentials GTH-PBE; grid cutoff 350 Ry, relative cutoff 50 Ry; k points Gamma only; occupations fixed; spin none; net charge 0.

Cell vectors (angstrom)
a	32.64	0	0
b	0	16.32	0
c	-5.0849	0.1008	38.5571

Atoms: element, x, y, z (angstrom)
Si	1.5387	14.7971	0.202
Si	4.36	1.02	0.0551
Si	1.2823	4.22	0.1023
Si	4.1716	6.5044	0.0097
Si	-3.9784	9.8301	38.4496
Si	3.6978	12.557	0.0759
Si	1.5264	15.2298	38.4591
Si	9.7894	1.1335	0.056
Si	6.4403	4.3653	0.1761
Si	9.1421	6.9707	0.0552
Si	7.1761	9.4022	0.0865
Si	9.8278	12.0508	0.1154
Si	12.0337	15.254	0.052
Si	9.8406	1.6594	38.5426
Si	7.5469	3.8633	38.4326
Si	15.0504	6.5666	0.0201
Si	11.8796	9.6885	0.0421
Si	10.045	12.0498	38.4706
Si	17.9918	14.7332	0.0674
Si	20.6116	1.1036	0.2479
Si	17.462	4.5217	0.0376
Si	20.6788	6.648	0.1061
Si	12.3545	9.9011	38.4088
Si	20.1521	12.4723	0.0267
Si	22.9572	15.2992	0.2563
Si	25.9895	1.1586	0.3693
Si	22.7382	4.2893	0.073
Si	25.5579	7.0354	0.0059
Si	23.3503	9.253	0.045
Si	26.1123	11.9981	0.0985
Si	28.1354	15.2381	0.1497
Si	30.972	1.6494	0.1527
Si	28.8064	3.9098	0.1143
Si	26.562	6.5704	38.4861
Si	28.3131	9.7547	0.1124
Si	31.6108	12.0358	0.1042
Si	2.7887	16.2954	1.4576
Si	5.3948	2.6734	1.3859
Si	2.7542	5.3876	1.4832
Si	5.3933	8.2172	1.1715
Si	2.638	10.8824	1.3076
Si	5.4387	13.6002	1.2839
Si	8.1786	16.2663	1.2872
Si	10.9512	2.7583	1.2537
Si	8.0414	5.4796	1.4543
Si	10.7815	8.0999	1.3507
Si	8.2702	10.9017	1.4737
Si	10.9586	13.6347	1.3954
Si	13.6771	0.0388	1.3045
Si	16.4347	2.7732	1.2883
Si	13.5809	5.3638	1.3435
Si	16.285	8.2074	1.2039
Si	13.5774	10.8141	1.2786
Si	16.3061	13.5568	1.234
Si	19.0595	16.2481	1.4988
Si	21.6889	2.757	1.4927
Si	19.034	5.5642	1.4081
Si	21.8303	8.1527	1.4413
Si	18.9848	10.8853	1.296
Si	21.7877	13.5744	1.3381
Si	24.4623	0.019	1.6835
Si	27.2364	2.7732	1.4621
Si	24.4204	5.4337	1.3089
Si	27.1398	8.1651	1.3737
Si	24.5103	10.8319	1.357
Si	27.1413	13.6014	1.4692
Si	29.8433	0.0044	1.3768
Si	0.0148	2.7151	1.3946
Si	30.0085	5.4678	1.3427
Si	0.0008	8.1562	1.26
Si	29.9538	10.8913	1.3421
Si	0.0311	13.5761	1.4927
Si	1.3737	1.349	2.7389
Si	4.0648	3.9947	2.8085
Si	1.3743	6.8456	2.702
Si	4.0689	9.5409	2.6132
Si	1.3742	12.2008	2.8044
Si	4.1466	14.9216	2.7736
Si	6.8549	1.3478	2.6804
Si	9.5377	4.0899	2.6391
Si	6.6988	6.8952	2.7256
Si	9.5523	9.4886	2.8136
Si	6.7927	12.2533	2.6822
Si	9.5014	14.9274	2.7095
Si	12.2893	1.3984	2.6753
Si	15.0056	4.0639	2.6999
Si	12.206	6.7555	2.6561
Si	14.9285	9.4817	2.6574
Si	12.3233	12.2451	2.6966
Si	14.9889	14.9395	2.6367
Si	17.6933	1.3784	2.7179
Si	20.3064	4.1167	2.7892
Si	17.6504	6.9289	2.6877
Si	20.3796	9.5418	2.6664
Si	17.6421	12.2312	2.6883
Si	20.4554	14.9063	2.8013
Si	23.0915	1.4588	2.8853
Si	25.8107	4.1308	2.7193
Si	23.1397	6.769	2.7903
Si	25.8292	9.5044	2.7876
Si	23.1317	12.2055	2.6928
Si	25.8024	14.8905	2.9043
Si	28.5603	1.3687	2.8145
Si	31.3298	4.1129	2.7649
Si	28.5767	6.8113	2.6666
Si	31.2712	9.4749	2.6857
Si	28.605	12.2603	2.7388
Si	31.239	14.9653	2.7221
Si	-0.0055	16.3089	4.0739
Si	2.6903	2.6887	4.1513
Si	0.0333	5.4844	4.0995
Si	2.7452	8.1917	4.0446
Si	-0.0168	10.8326	4.0913
Si	2.7586	13.5722	4.1198
Si	5.4942	16.3241	4.0852
Si	8.2064	2.717	4.0311
Si	5.4252	5.4422	4.0841
Si	8.1178	8.1707	4.1146
Si	5.4284	10.8783	4.023
Si	8.147	13.5904	4.0774
Si	10.8927	0.0138	4.0153
Si	13.632	2.7233	4.0723
Si	10.8632	5.4303	4.0472
Si	13.5807	8.1221	4.0227
Si	10.9434	10.8891	4.077
Si	13.6485	13.6095	4.0565
Si	16.3114	16.3176	4.0324
Si	19.0016	2.7224	4.1314
Si	16.3263	5.4873	4.0358
Si	19.0286	8.2184	4.0731
Si	16.2831	10.8637	4.0374
Si	19.0248	13.5627	4.0889
Si	21.7506	16.3275	4.1611
Si	24.4967	2.7963	4.1614
Si	21.7302	5.4448	4.1224
Si	24.4822	8.1434	4.1428
Si	21.7412	10.8774	4.0536
Si	24.4281	13.5273	4.1685
Si	27.196	16.3162	4.1614
Si	29.9534	2.7377	4.1198
Si	27.2108	5.4667	4.0592
Si	29.9135	8.1513	4.0714
Si	27.2234	10.8847	4.0915
Si	29.9236	13.6131	4.1209
Si	1.3497	14.9843	21.7744
Si	4.0696	1.3641	21.7956
Si	1.3695	4.0755	21.76
Si	4.071	6.7637	21.774
Si	1.3644	9.5162	21.7045
Si	4.0853	12.2592	21.7338
Si	6.7732	14.9703	21.75
Si	9.515	1.3591	21.8311
Si	6.8034	4.0728	21.8251
Si	9.5249	6.7747	21.8072
Si	6.8255	9.5135	21.7458
Si	9.5227	12.2167	21.7496
Si	12.2722	14.9944	21.7847
Si	14.9738	1.3777	21.8132
Si	12.2389	4.0779	21.8323
Si	14.9251	6.7386	21.7677
Si	12.2259	9.4841	21.7458
Si	14.9789	12.2419	21.7555
Si	17.6576	14.9956	21.719
Si	20.4177	1.3506	21.7766
Si	17.6719	4.0629	21.7696
Si	20.3914	6.7841	21.7394
Si	17.6793	9.5199	21.7591
Si	20.4123	12.2948	21.6448
Si	23.1058	14.9828	21.7701
Si	25.8246	1.3724	21.6899
Si	23.0948	4.0844	21.7442
Si	25.8436	6.7874	21.7504
Si	23.1764	9.5136	21.6585
Si	25.8584	12.2304	21.7548
Si	28.5939	14.9561	21.701
Si	-1.3576	1.3477	21.7922
Si	28.527	4.0686	21.7594
Si	-1.3628	6.7934	21.7029
Si	28.536	9.5324	21.7523
Si	-1.3821	12.2493	21.7537
Si	2.7207	16.3169	23.1641
Si	5.3972	2.7402	23.1796
Si	2.7098	5.4088	23.1689
Si	5.4473	8.1525	23.0673
Si	2.6893	10.9134	23.0448
Si	5.4362	13.6077	23.1165
Si	8.0875	16.3258	23.1413
Si	10.8998	2.7076	23.2056
Si	8.1847	5.4141	23.1981
Si	10.8974	8.1335	23.157
Si	8.184	10.851	23.1334
Si	10.9026	13.5893	23.0628
Si	13.615	16.3581	23.1963
Si	16.3382	2.7335	23.1906
Si	13.5882	5.422	23.2307
Si	16.3267	8.0748	23.0675
Si	13.6131	10.8365	23.057
Si	16.3238	13.6481	23.0998
Si	19.0251	16.3103	23.1003
Si	21.7602	2.7351	23.147
Si	19.0476	5.4021	23.1183
Si	21.8096	8.1784	22.9865
Si	19.0489	10.998	23.0037
Si	21.7413	13.5784	23.0882
Si	24.4555	0.0901	23.0814
Si	27.1514	2.6794	23.1042
Si	24.5005	5.3893	23.0975
Si	27.1443	8.2057	23.1199
Si	24.505	10.8267	23.0884
Si	27.2805	13.586	23.0598
Si	-2.7546	16.3023	23.1303
Si	0.0334	2.7148	23.125
Si	-2.7462	5.4689	23.058
Si	0.0383	8.117	23.0397
Si	-2.7446	10.8843	23.1175
Si	-0.0452	13.6386	23.1087
Si	1.3894	1.3736	24.5443
Si	4.0426	4.0727	24.6006
Si	1.3539	6.8025	24.488
Si	4.0611	9.5431	24.3462
Si	1.3264	12.2657	24.4147
Si	4.065	14.9179	24.5214
Si	6.7102	1.3601	24.54
Si	9.5475	4.0367	24.5952
Si	6.7831	6.8191	24.4736
Si	9.5621	9.5019	24.5148
Si	6.8037	12.2321	24.442
Si	9.4948	14.9202	24.3815
Si	12.2716	1.3867	24.6123
Si	14.957	4.0484	24.6057
Si	12.2176	6.8037	24.5985
Si	14.9619	9.4313	24.3736
Si	12.2889	12.228	24.3949
Si	14.9982	14.9883	24.5174
Si	17.7728	1.3978	24.5174
Si	20.3944	4.0757	24.5314
Si	17.674	6.7328	24.4608
Si	20.4806	9.6464	24.2301
Si	17.7184	12.3287	24.4375
Si	20.3237	14.8891	24.4412
Si	23.1236	1.4244	24.5455
Si	25.7471	3.9318	24.5139
Si	23.1774	6.8463	24.3589
Si	25.8369	9.5592	24.585
Si	23.1168	12.1677	24.3924
Si	25.9089	15.0321	24.2717
Si	28.5271	1.3617	24.4806
Si	-1.3588	4.1267	24.3858
Si	28.4963	6.8109	24.4039
Si	-1.3219	9.465	24.3477
Si	28.5532	12.2327	24.5439
Si	-1.4217	14.9503	24.5168
Si	-0.0623	16.335	25.8245
Si	2.7226	2.7101	26.0383
Si	-0.0491	5.4667	25.8208
Si	2.7367	8.2215	25.7519
Si	0.0057	10.8319	25.7003
Si	2.6625	13.5567	25.8569
Si	5.3739	16.2868	25.9319
Si	8.0998	2.6849	25.9048
Si	5.4002	5.5062	25.8837
Si	8.1629	8.1624	25.8473
Si	5.3863	10.8932	25.7206
Si	8.2181	13.5238	25.7806
Si	10.8164	16.2669	25.7594
Si	13.6343	2.6913	26.0959
Si	10.8895	5.4086	26.014
Si	13.6635	8.1733	25.8908
Si	10.9693	10.885	25.8054
Si	13.6356	13.5656	25.7966
Si	16.4094	16.3491	25.8448
Si	19.1111	2.7242	26.0123
Si	16.3722	5.3926	25.9565
Si	19.0892	8.2967	25.4538
Si	16.355	10.8322	25.5811
Si	19.0455	13.5934	25.971
Si	21.6686	16.3083	25.6836
Si	24.3924	2.7129	26.1474
Si	21.8139	5.5249	25.7008
Si	24.459	8.133	25.8689
Si	21.7791	10.8352	25.8079
Si	24.5589	13.6121	25.4794
Si	27.1552	16.312	25.814
Si	-2.7015	2.7579	25.7284
Si	27.1662	5.3309	25.6856
Si	-2.7334	8.1895	25.6912
Si	27.1539	10.9574	26.013
Si	-2.6827	13.5458	25.9468
Si	1.4095	15.0903	27.1302
Si	3.7228	0.9618	27.3584
Si	1.052	3.9221	27.1963
Si	4.3464	7.2332	27.1164
Si	1.5849	9.7771	27.0587
Si	3.8331	11.9527	27.1225
Si	7.0533	15.0791	27.0458
Si	9.2343	1.023	27.1242
Si	6.9281	4.2914	27.1712
Si	9.1768	6.5118	27.1964
Si	6.5871	9.4234	27.0514
Si	9.7936	12.3916	27.1467
Si	11.9324	14.6472	27.0005
Si	15.2656	1.438	27.3257
Si	12.5747	4.408	27.3855
Si	14.8491	6.6506	27.2396
Si	12.607	9.8559	27.1402
Si	14.9225	11.9755	26.9602
Si	17.9914	15.3125	27.2322
Si	20.3492	1.106	27.2473
Si	17.4315	3.7589	27.3432
Si	20.5681	7.1615	26.7631
Si	17.9216	9.7085	26.8612
Si	20.1653	11.875	27.1615
Si	23.2177	14.9936	26.722
Si	25.4763	0.8445	27.2783
Si	23.2121	4.5279	27.2889
Si	25.6496	6.4549	27.0103
Si	22.8128	9.2151	27.1892
Si	25.9363	12.7197	27.136
Si	28.3187	14.7558	27.1192
Si	-1.1405	1.6779	27.0854
Si	28.7649	4.2845	27.0366
Si	-1.7142	6.5883	27.048
Si	28.9055	9.7712	27.0927
Si	-1.4414	11.8952	27.1727
Si	-3	0.3666	29.2695
Si	3.4625	7.3581	30.1066
Si	4.1954	16.307	30.1329
Si	6.4827	6.4099	34.2398
Si	15.8359	9.4724	34.0948
Si	3.9509	5.7424	35.7987
Si	13.9723	8.1582	36.3332
Si	11.1217	2.3493	32.1092
Si	6.8066	11.9549	34.1936
Si	-0.6409	12.2544	35.6569
Si	6.527	1.4711	31.1695
Si	-0.3082	10.5817	32.1363
Si	0.9894	8.9323	29.9623
Si	17.845	4.973	32.7329
Si	7.7544	3.9501	35.4234
Si	16.7132	8.0111	29.291
Si	8.3117	10.6582	29.3463
Si	15.8534	0.8992	31.9656
Si	23.8382	1.629	34.9055
Si	11.7383	11.6361	33.8943
Si	15.5516	12.8966	29.7215
Si	27.0041	6.3635	35.6044
Si	23.1577	7.5094	31.4031
Si	16.8754	11.218	36.4504
Si	24.5967	9.6579	29.6669
Si	25.8362	12.9647	35.8581
Si	20.4577	3.2372	32.0064
Si	27.7433	9.529	33.1868
Si	9.3235	10.2046	34.5112
Si	25.5866	15.9398	30.0864
Si	-2.1573	14.1882	34.0927
Si	18.5473	8.0417	33.2488
Si	22.338	5.7676	36.3867
Si	2.7364	15.5492	32.6055
Si	21.2546	12.1748	30.1623
Si	20.1858	14.8294	31.3331
Si	2.3948	4.648	29.9102
Si	-2.8232	7.8176	36.259
Si	-2.1011	14.6364	31.2194
Si	23.5739	14.9572	35.7289
Si	27.7225	0.4509	36.5657
Si	27.7562	14.8031	34.5344
Si	1.6233	10.4839	35.7586
Si	3.13	3.0053	36.5263
Si	3.6422	11.7947	34.0955
Si	12.3972	10.0194	30.0614
Si	12.0934	12.7297	31.2306
Si	5.3075	13.6896	29.2376
Si	7.3684	12.8277	31.2796
Si	9.3003	1.2477	30.0386
Si	9.0175	7.7495	29.985
Si	13.0144	0.0875	32.1599
Si	13.1639	5.3301	35.8238
Si	8.2611	13.6096	36.3061
Si	23.7575	13.5023	29.1314
Si	13.6934	13.7749	33.3912
Si	15.5106	3.8856	31.4772
Si	20.7761	9.5529	31.966
Si	8.2479	8.1252	36.346
Si	23.2364	8.5937	35.9203
Si	27.1397	8.2055	29.0167
Si	27.5486	14.124	31.5065
Si	13.8224	15.5902	29.2199
Si	-0.3219	8.4932	34.4896
Si	17.2733	15.046	30.3132
Si	24.0222	1.6219	31.7409
Si	-2.5552	2.4933	36.4356
Si	-3.8777	7.3798	31.44
Si	25.9569	11.3414	31.735
Si	1.7426	12.7169	31.9699
Si	11.7438	0.4097	36.3359
Si	0.2172	13.325	29.4561
Si	4.8537	15.974	34.5616
Si	-1.252	7.0459	30.0908
Si	15.2155	9.9992	31.0841
Si	5.4141	3.9775	29.8957
Si	-2.5564	11.3521	33.5932
Si	25.2619	10.3514	34.4463
Si	-2.4638	4.8034	31.5626
Si	2.7646	1.5874	34.1128
Si	6.2292	6.8133	31.1255
Si	3.4588	13.9454	36.3375
Si	1.1435	5.7546	34.5226
Si	-0.9169	3.7646	34.0844
Si	10.5713	4.3748	34.2288
Si	7.4379	1.096	34.166
Si	9.8192	15.4979	34.3135
Si	21.3675	3.3301	34.9018
Si	11.382	9.1335	32.7392
Si	1.5271	3.6086	32.5245
Si	20.6976	14.6766	34.4302
Si	15.435	4.073	34.3247
Si	11.0819	6.4248	32.0021
Si	9.8767	14.7032	31.2424
Si	18.8453	5.8639	29.0266
Si	21.2781	1.0811	30.2273
Si	21.7141	5.1225	30.0054
Si	14.4953	1.4949	35.8954
Si	19.0073	2.4516	36.6413
Si	19.5663	12.3021	35.9789
Si	12.7711	4.3229	30.411
Si	25.1027	6.0996	33.2768
Si	18.4798	15.9224	35.9842
Si	20.5207	9.5525	34.8546
Si	25.8352	3.8271	34.6565
Si	26.0388	3.8405	31.8325
Si	28.3928	3.014	29.9129
Si	15.9856	15.5536	34.4086
Si	1.3678	14.9491	5.4344
Si	4.1001	1.3368	5.4515
Si	1.3597	4.0986	5.471
Si	4.0667	6.8064	5.4313
Si	1.3741	9.5089	5.442
Si	4.1078	12.2142	5.454
Si	6.8263	14.9612	5.4549
Si	9.5479	1.3603	5.4096
Si	6.8313	4.0818	5.4014
Si	9.5033	6.7843	5.4226
Si	6.7774	9.5475	5.4391
Si	9.5341	12.2322	5.4146
Si	12.2472	14.966	5.3885
Si	14.9598	1.3417	5.4253
Si	12.2446	4.0837	5.409
Si	14.9434	6.7976	5.4124
Si	12.2683	9.5042	5.4222
Si	14.9692	12.236	5.4272
Si	17.6728	14.9646	5.4162
Si	20.3703	1.3642	5.4853
Si	17.6466	4.1127	5.4397
Si	20.3706	6.8312	5.4414
Si	17.6569	9.5471	5.4323
Si	20.3883	12.2189	5.4472
Si	23.1053	14.9491	5.4963
Si	25.8356	1.3804	5.4865
Si	23.1033	4.1174	5.4993
Si	25.8687	6.8038	5.4709
Si	23.0932	9.5191	5.4452
Si	25.8447	12.2038	5.4817
Si	28.5684	14.96	5.4933
Si	31.305	1.3611	5.4605
Si	28.5569	4.0941	5.44
Si	31.28	6.8084	5.4473
Si	28.5732	9.5188	5.4478
Si	31.287	12.2264	5.4473
Si	2.7305	16.3038	6.8048
Si	5.4637	2.7254	6.7777
Si	2.7281	5.4527	6.8158
Si	5.434	8.1636	6.792
Si	2.7289	10.8703	6.8074
Si	5.4609	13.5928	6.8038
Si	8.1897	16.3286	6.7914
Si	10.894	2.7212	6.7792
Si	8.1679	5.4257	6.797
Si	10.8766	8.1562	6.7702
Si	8.1655	10.8895	6.7881
Si	10.8887	13.6073	6.7667
Si	13.5931	16.3119	6.7816
Si	16.2988	2.7264	6.7882
Si	13.5893	5.4434	6.7829
Si	16.3029	8.1637	6.778
Si	13.6094	10.8743	6.7891
Si	16.3213	13.6023	6.7874
Si	19.0082	16.3156	6.8166
Si	21.7482	2.7251	6.8284
Si	19.0226	5.4548	6.8005
Si	21.7368	8.1705	6.8137
Si	19.0225	10.8794	6.8117
Si	21.7297	13.5893	6.8249
Si	24.476	16.3224	6.8306
Si	27.2105	2.7365	6.8237
Si	24.4857	5.4648	6.835
Si	27.2167	8.1677	6.824
Si	24.4671	10.8563	6.8234
Si	27.1948	13.5923	6.828
Si	29.9401	16.3258	6.826
Si	0.0083	2.7265	6.8232
Si	29.9198	5.4465	6.8061
Si	0.0104	8.1579	6.8069
Si	29.9257	10.8793	6.8133
Si	0.0135	13.5898	6.8019
Si	1.3797	1.3596	8.1643
Si	4.1024	4.0818	8.1502
Si	1.363	6.801	8.1751
Si	4.0849	9.5135	8.1687
Si	1.3743	12.237	8.1652
Si	4.0904	14.9465	8.1628
Si	6.8162	1.3634	8.1467
Si	9.5312	4.0711	8.1518
Si	6.8049	6.7998	8.1447
Si	9.5207	9.5159	8.1399
Si	6.8191	12.2421	8.1654
Si	9.5386	14.9605	8.1481
Si	12.2427	1.358	8.1465
Si	14.9405	4.0812	8.1513
Si	12.2318	6.803	8.1445
Si	14.9587	9.5196	8.1565
Si	12.2378	12.2389	8.1361
Si	14.9504	14.9546	8.1465
Si	17.6555	1.3703	8.1614
Si	20.3818	4.0932	8.1678
Si	17.6585	6.8094	8.1543
Si	20.379	9.5227	8.1746
Si	17.6708	12.2488	8.164
Si	20.3739	14.9578	8.1754
Si	23.1086	1.3611	8.1812
Si	25.84	4.0872	8.1809
Si	23.1097	6.8193	8.1762
Si	25.8375	9.5113	8.1812
Si	23.1098	12.235	8.1719
Si	25.8395	14.9609	8.1811
Si	28.5708	1.3675	8.1749
Si	31.2779	4.0841	8.1709
Si	28.5723	6.804	8.1782
Si	31.2933	9.5221	8.167
Si	28.5632	12.2347	8.1765
Si	31.298	14.9537	8.1693
Si	0.0167	16.3194	9.5241
Si	2.7414	2.7227	9.5163
Si	0.0051	5.4385	9.529
Si	2.7266	8.1593	9.5311
Si	0.012	10.8806	9.526
Si	2.7327	13.5938	9.528
Si	5.454	16.3202	9.5086
Si	8.1698	2.7176	9.516
Si	5.4521	5.4427	9.5157
Si	8.1642	8.1585	9.5081
Si	5.4521	10.8781	9.5187
Si	8.1767	13.6057	9.517
Si	10.887	16.32	9.5136
Si	13.5903	2.7195	9.5151
Si	10.8806	5.4403	9.5112
Si	13.5908	8.1612	9.5106
Si	10.8783	10.8803	9.5026
Si	13.5931	13.5943	9.5088
Si	16.2996	16.321	9.5153
Si	19.0222	2.7256	9.5205
Si	16.3028	5.4423	9.5114
Si	19.0189	8.1603	9.5247
Si	16.3121	10.8817	9.519
Si	19.0221	13.6002	9.5361
Si	21.743	16.3186	9.528
Si	24.4757	2.7231	9.5317
Si	21.7487	5.4482	9.5251
Si	24.4739	8.1626	9.5415
Si	21.7465	10.8798	9.5305
Si	24.4711	13.5988	9.5283
Si	27.2054	16.3243	9.5281
Si	29.9261	2.7244	9.5353
Si	27.2041	5.4459	9.5339
Si	29.9347	8.1634	9.5308
Si	27.1995	10.8783	9.5325
Si	29.9293	13.5988	9.5264
Si	1.374	14.959	10.8844
Si	4.0966	1.3588	10.8761
Si	1.3746	4.0781	10.8789
Si	4.0907	6.7971	10.8821
Si	1.3703	9.5216	10.8879
Si	4.0943	12.2353	10.8846
Si	6.8111	14.9623	10.8751
Si	9.5247	1.3556	10.877
Si	6.8102	4.0802	10.8755
Si	9.5208	6.799	10.873
Si	6.8093	9.5168	10.8779
Si	9.5262	12.2377	10.8766
Si	12.2393	14.9563	10.8751
Si	14.9454	1.36	10.8791
Si	12.2339	4.0801	10.8765
Si	14.9459	6.8006	10.8752
Si	12.234	9.5225	10.872
Si	14.9486	12.2383	10.8774
Si	17.6591	14.9649	10.8832
Si	20.383	1.3643	10.8806
Si	17.6615	4.0846	10.8772
Si	20.3844	6.8042	10.8824
Si	17.6663	9.5228	10.8844
Si	20.3869	12.2396	10.8889
Si	23.109	14.9597	10.8834
Si	25.8397	1.3617	10.8847
Si	23.1103	4.0853	10.8826
Si	25.8378	6.7996	10.8915
Si	23.1093	9.5241	10.8908
Si	25.837	12.2424	10.8852
Si	28.5674	14.9618	10.8823
Si	-1.3471	1.36	10.8825
Si	28.5635	4.0833	10.8903
Si	-1.3492	6.8011	10.8899
Si	28.5661	9.5196	10.8864
Si	-1.3499	12.2395	10.8843
Si	2.736	16.3205	12.2394
Si	5.4523	2.7197	12.239
Si	2.7314	5.4383	12.2424
Si	5.4491	8.159	12.2411
Si	2.7326	10.8788	12.2457
Si	5.4543	13.6002	12.2392
Si	8.1656	16.3192	12.2416
Si	10.8781	2.7183	12.2383
Si	8.1655	5.4392	12.2385
Si	10.8778	8.1603	12.2355
Si	8.1657	10.879	12.2404
Si	10.8802	13.5991	12.2403
Si	13.5903	16.3179	12.2404
Si	16.3045	2.7218	12.2373
Si	13.5905	5.4401	12.2389
Si	16.304	8.1606	12.238
Si	13.5905	10.8794	12.2399
Si	16.3042	13.5993	12.2416
Si	19.0227	16.3243	12.24
Si	21.7481	2.7231	12.2367
Si	19.0228	5.4433	12.2367
Si	21.7466	8.1611	12.2434
Si	19.0268	10.8791	12.2462
Si	21.7489	13.6014	12.2425
Si	24.4752	16.32	12.2368
Si	27.2003	2.7211	12.2431
Si	24.4731	5.4397	12.2451
Si	27.2031	8.1601	12.2428
Si	24.4744	10.8843	12.2422
Si	27.2024	13.6033	12.2384
Si	29.9279	16.3226	12.2394
Si	0.0138	2.7199	12.2402
Si	29.9282	5.4408	12.2449
Si	0.0131	8.1598	12.2464
Si	29.9286	10.8803	12.2425
Si	0.0107	13.6001	12.2419
Si	1.3741	1.36	13.5984
Si	4.0911	4.0777	13.6012
Si	1.3733	6.7986	13.6048
Si	4.09	9.5171	13.6054
Si	1.3715	12.2408	13.6012
Si	4.095	14.9598	13.6
Si	6.8089	1.3605	13.6037
Si	9.5202	4.0759	13.6007
Si	6.8066	6.7973	13.6007
Si	9.5224	9.5178	13.6028
Si	6.8082	12.2393	13.6054
Si	9.5203	14.9576	13.6042
Si	12.2322	1.3573	13.6023
Si	14.946	4.0789	13.6007
Si	12.2326	6.7993	13.6012
Si	14.9482	9.5187	13.6019
Si	12.2347	12.2395	13.6044
Si	14.9458	14.958	13.6028
Si	17.6624	1.3634	13.5993
Si	20.3854	4.0842	13.5919
Si	17.6635	6.8013	13.5978
Si	20.3875	9.5193	13.6044
Si	17.6659	12.2406	13.6024
Si	20.3857	14.9627	13.5958
Si	23.1126	1.3613	13.5909
Si	25.8362	4.0779	13.5997
Si	23.1098	6.8014	13.5997
Si	25.8379	9.5218	13.5935
Si	23.1126	12.2432	13.5987
Si	25.8399	14.9634	13.5951
Si	28.5652	1.3621	13.5978
Si	-1.3486	4.0797	13.5999
Si	28.5644	6.7989	13.5992
Si	-1.3494	9.5197	13.6007
Si	28.5651	12.2432	13.5946
Si	-1.3529	14.9613	13.5963
Si	0.0089	16.3206	14.9523
Si	2.7311	2.7191	14.9619
Si	0.0122	5.4374	14.9616
Si	2.7314	8.1577	14.968
Si	0.0108	10.8803	14.9594
Si	2.7344	13.5996	14.9582
Si	5.4501	16.3204	14.9646
Si	8.1666	2.7172	14.9688
Si	5.4507	5.4364	14.9634
Si	8.1647	8.1548	14.9629
Si	5.4468	10.8787	14.966
Si	8.1644	13.5993	14.9708
Si	10.8738	16.3202	14.9678
Si	13.5895	2.7171	14.9633
Si	10.8766	5.4344	14.9624
Si	13.5916	8.1577	14.9645
Si	10.8786	10.8783	14.9674
Si	13.588	13.6012	14.9686
Si	16.3038	16.3207	14.9589
Si	19.0227	2.7296	14.9513
Si	16.3045	5.4412	14.9583
Si	19.0247	8.1571	14.9598
Si	16.3072	10.8791	14.963
Si	19.0293	13.6017	14.9578
Si	21.7492	16.3248	14.9477
Si	24.4751	2.7143	14.9537
Si	21.7469	5.4385	14.9538
Si	24.4747	8.165	14.951
Si	21.7522	10.8825	14.9558
Si	24.4776	13.6035	14.9506
Si	27.2014	16.3233	14.9541
Si	29.9259	2.7222	14.956
Si	27.2013	5.4377	14.953
Si	29.9308	8.155	14.9538
Si	27.2029	10.8801	14.946
Si	29.9238	13.6043	14.9542
Si	1.3724	14.9637	16.3085
Si	4.0909	1.3619	16.3241
Si	1.3696	4.0759	16.323
Si	4.0921	6.794	16.3257
Si	1.3681	9.5206	16.3243
Si	4.0858	12.2392	16.3271
Si	6.807	14.964	16.3317
Si	9.5213	1.359	16.3381
Si	6.8088	4.0776	16.3284
Si	9.5165	6.7881	16.3257
Si	6.8063	9.5144	16.3227
Si	9.5237	12.2391	16.3328
Si	12.2298	14.9627	16.3321
Si	14.9459	1.3569	16.325
Si	12.23	4.0728	16.3273
Si	14.9471	6.7945	16.3259
Si	12.2365	9.5166	16.3288
Si	14.9464	12.2371	16.3245
Si	17.6666	14.9618	16.3133
Si	20.3867	1.3695	16.2991
Si	17.6637	4.0846	16.3182
Si	20.3836	6.7929	16.316
Si	17.6676	9.5173	16.3215
Si	20.3942	12.243	16.3148
Si	23.1159	14.9681	16.3024
Si	25.8406	1.3604	16.3156
Si	23.1091	4.0734	16.3045
Si	25.8379	6.8018	16.3009
Si	23.1154	9.5244	16.3118
Si	25.8417	12.2393	16.3013
Si	28.5614	14.9636	16.3126
Si	-1.3527	1.3596	16.3101
Si	28.5627	4.0809	16.315
Si	-1.3523	6.7949	16.3183
Si	28.5672	9.5192	16.2983
Si	-1.353	12.2449	16.3095
Si	2.7186	16.3282	17.6754
Si	5.4538	2.7161	17.6888
Si	2.7353	5.4294	17.6839
Si	5.4557	8.1499	17.6871
Si	2.7271	10.8779	17.6914
Si	5.4399	13.6066	17.6862
Si	8.1642	16.32	17.7036
Si	10.8769	2.7201	17.7047
Si	8.1661	5.4292	17.7001
Si	10.8801	8.1437	17.68
Si	8.1619	10.8734	17.6848
Si	10.8784	13.6013	17.7002
Si	13.5809	16.3292	17.6946
Si	16.308	2.7199	17.6774
Si	13.5915	5.4267	17.6867
Si	16.3078	8.1553	17.6838
Si	13.5932	10.8766	17.6939
Si	16.3068	13.6039	17.6746
Si	19.0245	16.3377	17.6561
Si	21.7454	2.7182	17.6658
Si	19.0222	5.4382	17.6848
Si	21.7519	8.1568	17.6604
Si	19.0352	10.8796	17.6719
Si	21.7594	13.6119	17.6622
Si	24.4755	16.3195	17.6695
Si	27.2011	2.723	17.6748
Si	24.4737	5.4379	17.6484
Si	27.2119	8.1545	17.6512
Si	24.4854	10.8833	17.6639
Si	27.1959	13.6	17.6628
Si	29.926	16.3231	17.6686
Si	0.0014	2.7164	17.6766
Si	29.9277	5.4334	17.6782
Si	0.0025	8.1589	17.678
Si	29.9192	10.8837	17.6566
Si	0.0156	13.6023	17.6631
Si	1.3612	1.3655	19.0424
Si	4.0958	4.0694	19.0517
Si	1.3651	6.7902	19.0284
Si	4.0968	9.5108	19.0418
Si	1.3596	12.2466	19.0417
Si	4.0719	14.9738	19.0376
Si	6.8088	1.3661	19.0656
Si	9.5189	4.073	19.0766
Si	6.8051	6.7856	19.0599
Si	9.5192	9.4985	19.0347
Si	6.805	12.2442	19.0376
Si	9.5259	14.9637	19.0693
Si	12.2354	1.3708	19.0779
Si	14.9462	4.0625	19.0482
Si	12.2269	6.7763	19.0472
Si	14.948	9.5067	19.0505
Si	12.241	12.2417	19.0595
Si	14.9501	14.9678	19.0366
Si	17.6727	1.3675	19.0347
Si	20.3811	4.0661	19.0339
Si	17.6611	6.7961	19.0504
Si	20.3992	9.5145	19.0242
Si	17.671	12.2413	19.0237
Si	20.3959	14.9904	19.0002
Si	23.1122	1.363	19.0212
Si	25.8346	4.0971	19.0173
Si	23.1084	6.7846	19.0063
Si	25.855	9.5106	19.0037
Si	23.1351	12.2618	19.0162
Si	25.8312	14.9506	19.0267
Si	28.5644	1.3589	19.032
Si	-1.3663	4.0598	19.0421
Si	28.5662	6.8021	19.0241
Si	-1.3694	9.5279	19.0215
Si	28.5604	12.2418	19.0148
Si	-1.3373	14.9682	19.0155
Si	-0.0031	16.3304	20.4006
Si	2.7278	2.7153	20.4072
Si	0.0069	5.421	20.3803
Si	2.7358	8.1374	20.3877
Si	-0.0187	10.886	20.3863
Si	2.7102	13.6229	20.4005
Si	5.4214	16.3364	20.405
Si	8.1629	2.7171	20.451
Si	5.4529	5.4188	20.4267
Si	8.1807	8.1351	20.4134
Si	5.4545	10.8818	20.3971
Si	8.155	13.5979	20.4133
Si	10.8756	16.3325	20.441
Si	13.5984	2.7273	20.4515
Si	10.8858	5.4246	20.4413
Si	13.5909	8.1235	20.4019
Si	10.8735	10.8562	20.39
Si	13.6085	13.613	20.4139
Si	16.2914	16.3498	20.3899
Si	19.0376	2.7026	20.4146
Si	16.307	5.4125	20.4037
Si	19.0348	8.1619	20.3939
Si	16.3213	10.8733	20.3903
Si	19.0225	13.6482	20.3413
Si	21.7554	16.324	20.385
Si	24.4618	2.7446	20.3639
Si	21.7454	5.4331	20.3729
Si	24.5048	8.1226	20.3375
Si	21.7796	10.8891	20.3463
Si	24.4803	13.6083	20.4176
Si	27.1965	16.3092	20.3699
Si	29.9139	2.7047	20.4213
Si	27.2062	5.4439	20.3814
Si	29.9083	8.1771	20.3847
Si	27.1967	10.881	20.369
Si	29.9429	13.6007	20.3504
O	0.1791	7.6444	30.4899
O	26.6427	12.7775	31.4813
O	2.4858	16.2389	27.5266
O	0.6238	9.2323	35.5705
O	-0.0518	2.7827	27.6171
O	5.9346	5.3189	30.6089
O	3.6652	6.9178	28.5538
O	-2.959	3.4865	30.7769
O	2.7039	10.8586	27.5936
O	7.0791	12.8026	35.5461
O	-3.2949	15.0696	34.8044
O	4.4622	6.3157	37.2279
O	8.068	5.3779	27.6043
O	2.7705	2.6592	32.9183
O	9.2544	11.6852	28.5156
O	13.8028	10.919	27.5368
O	12.5547	15.4485	28.2489
O	9.7737	16.0917	30.4499
O	16.3507	2.5974	27.8394
O	7.1928	12.8022	32.8782
O	24.9043	12.5719	28.4109
O	18.45	6.4582	32.9302
O	21.0986	1.4887	28.6573
O	20.1856	5.6633	29.8895
O	20.6172	15.0159	32.8661
O	13.6851	5.5816	27.6327
O	7.5712	14.698	37.2669
O	18.9792	10.7938	27.449
O	22.304	4.4201	28.6574
O	13.1655	4.4223	37.176
O	18.0624	3.5974	37.2648
O	14.7273	8.6918	34.9991
O	25.9671	9.3056	28.8972
O	-0.5038	12.257	28.4664
O	23.8742	7.0208	32.7809
O	27.1362	13.7307	27.6409
O	24.7855	2.8555	38.2133
O	0.1549	2.967	33.1378
O	-3.7388	5.7975	31.7254
O	25.8742	0.6748	28.8639
O	28.2559	3.6794	28.4501
O	-2.8322	5.4662	27.4397
O	18.6705	15.1719	37.4084
O	7.4007	7.3576	35.1977
O	19.8922	15.8336	35.215
O	26.5225	1.145	37.3583
O	7.2051	4.3676	36.9076
O	27.0638	16.063	35.2707
O	0.9002	11.8944	35.4423
O	4.1618	12.9403	37.3791
O	14.4101	4.2486	30.3419
O	12.4229	15.629	37.3016
O	9.1305	7.1084	37.2425
O	15.8922	12.4647	28.1872
O	17.4785	9.9854	37.3207
O	18.6458	15.2586	31.1065
O	21.1303	6.4226	37.253
O	11.1173	5.5833	38.1473
O	23.4169	14.6259	37.3
O	23.2869	6.9722	35.8421
O	-2.6009	10.8281	27.6433
O	16.4088	10.6886	35.0004
O	26.2114	6.9518	36.9194
O	1.7976	14.2621	32.4336
O	0.5026	11.901	32.6304
O	26.5626	9.416	34.27
O	0.7773	14.5178	28.5197
O	9.2091	12.6386	37.1972
O	18.0617	4.475	28.6882
O	26.8541	4.7105	35.5849
O	24.2228	16.1427	27.2645
O	5.2428	11.5464	34.11
O	8.1435	16.1905	27.5454
O	19.3916	6.4575	27.6411
O	9.3134	9.1849	35.7548
O	11.1652	15.9505	35.0648
O	-1.4378	1.7037	37.2829
O	-3.4061	9.1087	37.0847
O	24.7168	13.938	35.2218
O	2.1706	2.2519	35.4548
O	17.3668	15.0277	28.701
O	9.6271	7.1179	28.6273
O	4.574	12.4743	28.4761
O	6.2291	3.7091	28.5219
O	-4.1834	8.144	32.8194
O	14.717	4.0386	32.8771
O	-1.2977	7.1833	28.4912
O	25.7799	5.4477	31.9353
O	21.6199	8.1373	27.6036
O	13.0944	9.3253	37.0594
O	11.9657	4.7726	34.9166
O	11.3789	9.5161	31.1798
O	-2.2836	16.0945	30.5756
O	-1.8717	2.892	35.0329
O	14.9095	1.7787	37.4255
O	22.1787	11.0241	38.1892
O	22.7416	14.0969	28.0036
O	-1.6014	14.8677	32.7475
O	11.8302	7.5859	32.8669
O	-1.8494	6.9918	37.2782
O	12.8673	1.4787	35.8434
O	12.3336	10.1284	33.6315
O	17.0546	8.5147	33.6336
O	-3.534	13.8607	31.121
O	16.6014	5.5559	38.1507
O	23.1708	4.7585	37.3365
O	9.1555	14.3369	35.2029
O	15.4331	7.2388	28.6522
O	16.7649	4.9219	31.5042
O	4.162	1.1116	28.9441
O	21.7448	4.8889	35.1672
O	22.5125	2.3561	35.5087
O	5.6686	2.7995	30.9429
O	-4.898	5.4559	38.2436
O	21.949	0.1661	38.3053
O	0.3634	7.0911	34.1465
O	3.0973	12.0154	32.5638
O	26.9643	15.1861	30.4473
O	24.6161	4.8251	34.1816
O	7.1263	1.5194	32.6504
O	19.5012	8.3302	34.5387
O	10.0243	14.8963	32.8372
O	5.7638	10.9809	38.1283
O	-0.9418	13.8325	30.4512
O	27.5709	11.0068	38.0459
O	2.9287	10.494	34.7924
O	0.4063	16.372	38.0703
O	24.4816	14.7715	29.8265
O	-1.8409	8.2779	35.0403
O	12.9604	6.9252	36.0337
O	15.6161	11.8634	37.225
O	1.9897	0.2485	33.6326
O	24.0417	9.346	34.7438
O	22.7344	6.2829	30.4489
O	8.6772	2.721	38.1161
O	2.9605	16.3117	31.1823
O	22.8194	12.6419	30.1396
O	25.1432	2.5249	35.2916
O	9.8211	1.5892	28.5424
O	10.8638	13.5502	27.5843
O	3.0525	8.2746	38.1562
O	-4.0865	6.9225	35.6951
O	19.8855	3.1062	35.4823
O	13.1952	16.0276	30.6197
O	10.3946	11.4237	34.7949
O	0.259	5.5345	38.1207
O	2.1185	3.7696	37.4957
O	7.6986	1.3768	30.0738
O	-1.8817	4.5361	33.0364
O	16.2109	16.1848	30.7678
O	8.5345	13.8744	30.9129
O	3.8407	4.0206	29.5535
O	0.3173	10.199	30.7045
O	12.8757	12.7217	34.3735
O	5.8445	0.153	38.1338
O	4.029	1.9175	37.2974
O	24.2311	8.4198	30.6244
O	9.8567	9.3733	33.2335
O	17.0079	4.4557	34.0575
O	1.5282	3.7361	30.9248
O	19.3688	8.2527	38.0604
O	0.8527	9.147	28.3687
O	-3.0674	3.7689	37.3031
O	4.0783	4.1169	35.8135
O	16.1909	2.3936	31.4413
O	7.8038	10.6803	34.2478
O	14.7245	0.4749	28.5529
O	-3.823	1.549	36.1368
O	10.5446	1.1289	37.1649
O	-2.4719	13.8039	38.1853
O	11.9967	9.4444	28.6049
O	24.9268	10.9512	30.563
O	24.4898	5.4881	27.6536
O	23.8181	9.1056	37.3418
O	24.6381	3.0972	31.5064
O	25.0884	11.2504	33.1041
O	7.0934	10.2201	28.3768
O	2.5542	8.6854	30.2968
O	19.1836	16.3556	27.6255
O	14.01	13.733	38.1136
O	13.8241	9.4286	30.5128
O	14.4726	14.1101	29.4396
O	9.3495	4.2762	35.2852
O	1.5537	4.7161	28.5294
O	15.0824	7.5925	37.3693
O	6.45	16.1849	34.5778
O	20.7449	12.1614	28.6401
O	20.3935	13.2833	30.9511
O	15.1973	14.2064	33.8636
O	21.2442	2.9241	33.3621
O	12.1655	5.7008	31.0295
O	4.1978	14.8323	29.47
O	4.2862	1.1722	34.4696
O	17.9847	12.3866	36.3014
O	7.0118	4.8886	34.3426
O	6.5787	6.8871	32.7013
O	12.9329	15.1793	33.1941
O	27.512	7.6929	30.4828
O	10.6958	2.9291	33.5378
O	-0.99	13.7467	35.1228
O	19.2708	8.884	32.0254
O	19.0741	3.9924	32.3518
O	-1.5085	11.1774	34.8138
O	11.1995	12.1306	32.4446
O	20.0537	1.9384	37.7408
O	14.987	16.3588	35.3884
O	2.6533	6.0654	30.6529
O	9.109	9.3467	29.8063
O	5.5618	0.195	30.9698
O	12.3565	11.6497	30.0632
O	1.458	12.7414	30.3533
O	-0.209	9.3152	33.113
O	17.2792	8.9717	28.1392
O	-2.9975	12.8868	33.6094
O	7.7687	11.3834	30.6762
O	7.2285	8.9819	37.2572
O	17.3047	15.1202	35.2192
O	28.5141	1.4225	29.7188
O	11.6464	0.8651	32.3926
O	14.3127	0.9869	32.4563
O	23.6842	1.44	33.3078
O	-1.8769	10.9952	32.1605
O	22.2325	14.6586	34.896
O	16.6831	0.1262	38.4023
O	20.4282	12.732	37.2784
O	27.2421	13.4033	35.1834
O	7.4636	7.3933	30.2637
O	9.9091	7.1347	31.163
O	21.0694	15.8041	30.3938
O	11.2192	11.0092	37.9456
O	-3.6418	15.4868	28.402
O	-1.863	1.1088	28.4121
O	16.3345	8.9412	30.5594
O	26.6071	3.3742	33.2916
O	4.9196	6.4064	34.6896
O	2.138	14.5627	37.0793
O	-1.3463	5.5252	30.6311
O	5.5134	8.2964	27.5366
O	15.3173	11.4944	30.4875
O	-2.4758	7.8722	30.7778
O	6.5176	14.2864	28.3574
O	4.1974	15.1999	33.2742
O	25.105	0.4876	31.354
O	16.5744	0.2421	33.2629
O	21.69	9.0127	35.8009
O	11.2164	13.964	30.6869
O	15.2205	2.6297	35.0096
O	-0.0275	4.7393	35.0458
O	5.94	13.231	30.6394
O	21.8308	8.3612	31.7084
O	4.4028	15.1934	35.9064
O	10.3258	5.4262	33.0217
O	27.4387	14.8078	32.9641
O	20.1891	1.8841	31.1418
O	25.948	13.0858	37.4651
O	13.5497	13.0971	31.9046
O	24.0008	0.1805	35.5806
O	26.2262	6.8137	34.2291
O	18.1333	1.1876	36.1222
O	22.7568	1.4464	30.7534
O	-3.8143	10.4523	33.9093
O	-4.2498	15.635	37.5003
O	28.4473	8.8841	28.3776
O	8.9173	0.5002	34.2368
O	21.0736	10.1447	33.448
O	14.6465	5.1779	35.188
O	19.9947	13.2502	34.7494
O	21.5756	4.0606	31.1862
O	4.8669	7.6504	30.8438
O	9.8785	2.3243	31.0896
O	1.7567	5.0627	33.197
O	27.1525	10.2414	31.8486
O	16.7113	13.5643	30.6288
O	1.9449	10.4583	37.3338
O	7.3876	2.3997	35.1227
O	3.234	13.098	34.9809
O	23.411	9.8742	28.5767
O	26.6176	6.9092	28.2305
O	-0.9195	12.0222	37.2181
O	15.2264	10.048	32.705
O	12.1675	4.0295	28.9288
O	27.061	3.4327	30.6852
O	25.4601	11.4107	35.637
O	12.3214	3.1517	31.4111
O	19.8018	10.7506	35.6329
O	2.3773	6.0845	35.5267
O	20.9965	10.7307	30.8719
O	17.8502	6.9351	29.7152

Results
total energy: -218737.899 eV
total energy less fixed offsets of O -438.35, Si -107.03 eV per atom: -19.179 eV

Forces (eV/angstrom), in the order of the atoms: element, x, y, z
Si	-0.0682	0.1207	0.7187
Si	-0.1109	0.1215	0.7677
Si	0.1227	-0.2848	0.6827
Si	-0.0244	0.2476	0.6707
Si	0.1487	-0.1468	0.6883
Si	0.1847	-0.0883	0.7548
Si	0.2076	-0.1558	0.6953
Si	-0.1625	0.1243	0.6902
Si	0.0419	-0.0752	0.739
Si	0.217	-0.1231	0.7202
Si	-0.3335	0.0101	0.7019
Si	-0.1253	0.0913	0.7284
Si	0.1157	-0.1585	0.7713
Si	0.1871	-0.1907	0.7375
Si	-0.3122	0.1862	0.7108
Si	-0.0794	0.2819	0.6969
Si	0.2261	-0.0778	0.7323
Si	-0.0765	0.1506	0.7239
Si	-0.2249	0.0596	0.8048
Si	-0.1402	0.1555	0.7226
Si	0.1097	-0.2738	0.6962
Si	-0.1679	0.0707	0.737
Si	0.1078	-0.1996	0.739
Si	0.2193	-0.1056	0.7762
Si	0.0546	-0.2944	0.6955
Si	-0.0099	0.0801	0.7401
Si	0.2331	-0.08	0.7277
Si	0.1255	-0.1003	0.7621
Si	-0.039	0.1484	0.7256
Si	-0.1938	0.0972	0.7132
Si	0.2223	-0.0589	0.7299
Si	0.1416	-0.1379	0.7876
Si	-0.1855	0.1181	0.7332
Si	-0.3181	0.2692	0.699
Si	0.1056	-0.1146	0.6783
Si	-0.1381	-0.0204	0.6706
Si	0.0281	0.0011	-0.065
Si	-0.0204	-0.0194	-0.0283
Si	-0.0003	-0.0114	-0.0446
Si	0.0387	-0.0154	-0.0319
Si	-0.0161	-0.0149	-0.0671
Si	-0.0168	0.0137	-0.0691
Si	-0.0235	0.0057	-0.0352
Si	0.0303	0.0168	-0.0422
Si	-0.0025	0.0109	-0.0456
Si	-0.003	0.0065	-0.0486
Si	0.0009	0.0118	-0.05
Si	0.0077	0.0187	-0.0353
Si	-0.0129	0.0131	-0.0514
Si	-0.0158	0.0056	-0.0466
Si	0.0063	-0.0016	-0.0527
Si	-0.0059	0.0077	-0.0405
Si	-0.0149	0.0039	-0.0458
Si	0.0235	-0.0333	-0.0607
Si	-0.0181	-0.0331	-0.0581
Si	0.0064	0.0073	-0.0364
Si	0.029	-0.0124	-0.0436
Si	0.017	-0.0099	-0.0476
Si	-0.0162	0.0106	-0.0553
Si	-0.0206	0.0014	-0.0488
Si	0.0139	0.0093	-0.0301
Si	0.0197	-0.0007	-0.0452
Si	-0.0288	0.0092	-0.0384
Si	-0.0091	-0.0017	-0.0613
Si	0.004	-0.0155	-0.0717
Si	-0.0032	-0.0105	-0.0578
Si	-0.0218	0.0168	-0.0644
Si	-0.0067	0.0166	-0.0234
Si	0.0178	0.0052	-0.0528
Si	0.0057	-0.0113	-0.0511
Si	0.0245	-0.013	-0.0385
Si	-0.0091	0.0021	-0.0509
Si	0.0081	0.0046	0.0027
Si	0.0066	0.0085	0.0234
Si	-0.0166	0.0017	0.0145
Si	0.0069	-0.0263	0.0078
Si	0.0245	-0.0012	0.0448
Si	0.0044	-0.0151	0.0492
Si	0.0095	-0.0027	0.0113
Si	-0.01	-0.0456	-0.0076
Si	-0.0292	0.0241	0.0217
Si	-0.0075	-0.0246	0.0311
Si	0.008	0.0335	0.0112
Si	0.0027	0.0078	0.0069
Si	-0.0011	-0.002	0.0301
Si	0.0172	-0.009	0.0316
Si	0.0196	0.0303	0.0117
Si	0.0068	-0.0052	0.011
Si	0.009	-0.0147	0.0142
Si	-0.0025	-0.0182	-0.0026
Si	-0.0235	0.0106	0.0054
Si	0.0074	0.0096	0.0169
Si	-0.0082	0.0158	0.0306
Si	-0.0043	0.0036	-0.0106
Si	0.0074	0.0232	0.0402
Si	0.0191	-0.0155	0.0397
Si	-0.0234	-0.0071	0.0226
Si	-0.0048	0.0045	-0.0003
Si	0.0143	-0.0082	0.0404
Si	-0.0092	-0.0116	0.0232
Si	0.0029	0.0048	0.014
Si	0.0286	0.0149	0.0281
Si	0.0212	0	0.0374
Si	-0.0122	-0.0192	0.0287
Si	-0.0035	-0.0065	0.0044
Si	0.0038	0.0006	0.0282
Si	-0.0233	-0.0148	0.0167
Si	-0.0095	0.0287	0.0085
Si	0.001	-0.0181	0.0075
Si	-0.0025	-0.0015	0.0124
Si	-0.0061	-0.0059	0.0008
Si	-0.0104	0.0066	0.007
Si	-0.0145	-0.003	-0.002
Si	0.0159	-0.0026	-0.01
Si	-0.0199	0.0094	-0.0252
Si	-0.0015	-0.0005	0.0127
Si	0.0138	0.0145	-0.0103
Si	-0.0186	0.0014	-0.0072
Si	-0.0078	-0.0041	0.0023
Si	0.0032	0.0101	-0.0025
Si	0.0169	0.003	-0.01
Si	0.0013	-0.0022	-0.0119
Si	-0.013	-0.0022	0.0037
Si	0.0081	-0.0037	0.01
Si	0.0051	-0.0124	-0.0125
Si	0.0074	-0.0095	0.0075
Si	-0.001	-0.0002	0.0049
Si	0.0093	0.0028	0.0041
Si	-0.0034	-0.0221	-0.0045
Si	-0.0161	-0.0018	0.0076
Si	0.0046	0.0039	-0.0073
Si	-0.0059	0.0009	-0.0149
Si	-0.0009	-0.0112	-0.0147
Si	-0.0087	0.0119	0.021
Si	0.0031	0.0057	-0.0117
Si	0.0049	0.0038	-0.009
Si	0.0171	-0.0037	0.0004
Si	-0.0116	-0.0046	0.0155
Si	0.0054	0.0149	-0.0139
Si	0.0021	-0.0041	-0.0102
Si	0.0014	0.0003	-0.0029
Si	0.0039	0.0086	0.0047
Si	-0.0132	0.0013	-0.0169
Si	0.0023	-0.0022	0.0105
Si	0.0154	0.0055	-0.0026
Si	0.0026	-0.0033	-0.0059
Si	-0.0057	0.0096	-0.0082
Si	-0.009	0.0024	-0.0125
Si	0.007	-0.0022	-0.0169
Si	0.0018	0.0091	-0.0115
Si	0.0111	0.0065	-0.0123
Si	0.0034	-0.0023	0.0024
Si	0.0021	0.003	-0.0012
Si	-0.0167	0.0117	-0.0023
Si	-0.0065	0.0055	-0.0092
Si	-0.0056	0.0044	-0.0041
Si	0.0063	-0.0112	-0.0077
Si	0.0041	-0.0044	0.0041
Si	0.0059	0.0117	-0.0116
Si	-0.0104	-0.0227	-0.0006
Si	-0.0011	-0.0113	-0.0094
Si	-0.0052	-0.0007	-0.0067
Si	0.0117	0.0015	-0.0044
Si	0.0066	-0.009	-0.0064
Si	-0.0089	-0.0195	0.0064
Si	0.0044	-0.0088	0.0008
Si	0.0116	0.0073	0.004
Si	-0.0128	0.0004	-0.019
Si	0.0178	0.0027	-0.0113
Si	0.0066	-0.0156	-0.0159
Si	0.0055	-0.0032	0.0067
Si	-0.0088	0.0073	0.0012
Si	-0.0103	0.0004	-0.006
Si	-0.0064	0.0019	0.0015
Si	-0.0093	-0.0006	-0.007
Si	-0.0017	0.0018	0.0057
Si	-0.0191	0.0105	0.0004
Si	-0.0038	-0.0026	-0.0135
Si	0.0113	-0.0055	-0.0063
Si	-0.0046	0.0048	0.0011
Si	-0.0086	0.005	0.0142
Si	-0.0072	0.0018	-0.01
Si	0.0229	-0.0047	-0.01
Si	-0.007	-0.0248	0.0061
Si	0.0013	-0.0101	-0.0008
Si	-0.0281	0.001	-0.0073
Si	0	-0.0007	-0.0041
Si	-0.0044	-0.0071	-0.012
Si	-0.0014	0.0017	0.0119
Si	0.0172	-0.0032	-0.007
Si	0.0078	-0.011	0.0132
Si	0.0201	0.0021	-0.0002
Si	-0.0047	0.0092	-0.0189
Si	0.0132	0.0204	0.0055
Si	0.0095	-0.0047	0.0131
Si	0.0149	-0.0042	-0.0155
Si	-0.0008	0.0231	-0.0071
Si	-0.0022	-0.0048	-0.002
Si	-0.0288	0.0035	0.0043
Si	-0.0176	-0.0028	-0.0036
Si	0.0206	0.0072	-0.021
Si	-0.0039	0.0032	0.0122
Si	-0.0063	0.0033	-0.0055
Si	-0.0075	-0.0041	0.0131
Si	-0.0066	-0.0006	-0.012
Si	-0.0116	0.0107	-0.0121
Si	0.0106	0.0029	0.0207
Si	-0.0253	0.0027	-0.0054
Si	0.015	-0.0139	0.0054
Si	-0.0023	-0.011	0.015
Si	-0.0012	0.0138	-0.0024
Si	-0.0071	-0.0069	0.0053
Si	0.0157	-0.0011	0.0126
Si	0.0056	0.0015	-0.0178
Si	-0.015	-0.0029	0.0242
Si	0.0045	-0.0051	0.0085
Si	0.0029	0.0208	-0.0454
Si	-0.0026	-0.0042	-0.0095
Si	-0.0138	0.0081	-0.0024
Si	-0.0014	-0.0032	-0.0442
Si	0.0223	0.0064	-0.0244
Si	0.0172	-0.0055	-0.0252
Si	0.0059	-0.0321	-0.0126
Si	-0.0242	0.0251	-0.0097
Si	-0.015	0.0283	-0.0237
Si	-0.0189	0.0108	-0.0085
Si	0.008	0.0162	-0.0174
Si	0.0003	-0.0189	-0.0544
Si	0.0249	0.0094	-0.0036
Si	-0.0028	-0.0166	-0.0231
Si	0.002	-0.0163	-0.017
Si	-0.034	-0.0097	-0.0234
Si	-0.0079	0.0098	-0.0291
Si	0.0068	0.0008	0.0011
Si	0.0076	0.0179	-0.0189
Si	-0.012	-0.0067	0.0143
Si	-0.0459	0.0051	0.0007
Si	0.058	0.0094	-0.0452
Si	0.0455	0.0227	-0.0415
Si	-0.0101	-0.0325	-0.0305
Si	0.0671	0.0154	-0.0226
Si	-0.0739	-0.0414	-0.0111
Si	-0.0073	0.0205	-0.0228
Si	0.0276	-0.0008	-0.008
Si	-0.0408	-0.0135	-0.0332
Si	0.0429	0.0267	-0.0236
Si	0.0139	-0.0223	-0.0246
Si	0.0202	-0.0065	-0.0423
Si	0.0073	-0.0169	0.001
Si	-0.0119	0.011	-0.0272
Si	0.0022	0.0199	-0.0304
Si	0.0024	-0.0205	0.0041
Si	0.0106	0.0345	0.0418
Si	-0.016	-0.0172	0.0707
Si	-0.0026	-0.0037	0.052
Si	0.0091	-0.0013	0.0702
Si	-0.0122	-0.0047	0.0643
Si	-0.0119	0.0066	0.0478
Si	-0.0201	0.0114	0.0399
Si	0.0012	-0.0169	0.0313
Si	0.0076	-0.0021	0.0753
Si	-0.0067	-0.0087	0.0584
Si	-0.0214	0.0106	0.0378
Si	0.0171	-0.0005	0.0523
Si	-0.0212	-0.0087	0.0797
Si	0.017	0.0202	0.0489
Si	0.0245	0.0097	0.0386
Si	0.0025	-0.0052	0.0325
Si	0.0105	-0.0075	0.0631
Si	-0.0239	-0.0178	0.0518
Si	-0.0134	0.0187	0.0591
Si	-0.0242	-0.018	0.0346
Si	0.0129	-0.0014	0.0176
Si	-0.0106	0.0264	-0.0199
Si	0.0313	0.0205	0.0169
Si	-0.016	0.0078	0.0505
Si	-0.029	0.0087	0.0319
Si	0.013	0.0179	0.0485
Si	0.0234	-0.0181	0.0341
Si	0.0011	0.0077	0.0844
Si	-0.0117	0.0192	0.0891
Si	0.055	-0.0214	0.0304
Si	-0.019	-0.0054	0.0579
Si	0.0119	-0.0074	0.0711
Si	0.0135	0.0015	0.026
Si	-0.0092	0.022	0.0321
Si	-0.0058	0.0136	0.0827
Si	-0.0066	-0.0259	0.0485
Si	-0.1621	-0.2516	-0.7286
Si	0.3448	0.3634	-0.6697
Si	0.2266	0.0584	-0.6946
Si	-0.1048	-0.24	-0.7387
Si	-0.0546	-0.1267	-0.732
Si	0.0879	0.2112	-0.7336
Si	-0.2219	-0.0867	-0.7124
Si	0.1351	0.1797	-0.7446
Si	-0.1707	-0.1542	-0.6776
Si	0.1773	0.172	-0.7275
Si	0.2191	0.0668	-0.7315
Si	-0.2121	-0.165	-0.743
Si	0.1237	0.0155	-0.7542
Si	-0.1669	-0.0434	-0.6527
Si	-0.2684	-0.2919	-0.7009
Si	0.2771	0.1952	-0.7313
Si	-0.1447	-0.2144	-0.7072
Si	0.0467	0.2361	-0.5888
Si	-0.152	-0.3238	-0.7471
Si	0.1422	0.2678	-0.6671
Si	0.1171	0.1152	-0.729
Si	0.1415	0.0198	-0.5467
Si	-0.1057	-0.087	-0.7009
Si	0.1801	0.276	-0.7311
Si	-0.2214	-0.1622	-0.7073
Si	0.3294	0.5336	-0.5602
Si	-0.0706	-0.3589	-0.6495
Si	-0.0303	0.2038	-0.7262
Si	0.1859	0.0941	-0.6961
Si	-0.0092	-0.3406	-0.6632
Si	0.1352	0.0793	-0.7269
Si	-0.084	-0.1655	-0.8049
Si	-0.1829	-0.1885	-0.7178
Si	0.2217	0.1149	-0.6975
Si	-0.2276	0.0134	-0.7186
Si	0.011	0.2937	-0.6842
Si	-0.0302	-0.0075	-0.2103
Si	0.0532	-0.0331	-0.1288
Si	-0.0121	0.1565	-0.1154
Si	0.0137	0.0672	0.1472
Si	0.0244	-0.0713	0.1157
Si	-0.0464	-0.029	0.023
Si	0.0425	0.0701	0.0854
Si	0.0062	0.1472	-0.1143
Si	-0.0182	-0.0024	0.0447
Si	-0.1033	0.1453	0.1017
Si	0.0175	-0.0286	0.012
Si	0.051	-0.0074	-0.0385
Si	0.0362	-0.0205	-0.1083
Si	-0.1223	0.0137	0.1245
Si	0.0106	-0.0243	0.0973
Si	-0.0278	-0.0204	-0.0986
Si	-0.0215	0.0536	-0.1835
Si	0.0467	0.045	-0.037
Si	0.0053	0.0763	-0.0871
Si	0.0862	0.04	0.1401
Si	-0.1001	-0.0239	-0.0598
Si	0.0366	-0.075	0.0316
Si	-0.0799	0.0186	-0.0348
Si	0.0508	-0.0701	0.131
Si	-0.1722	-0.0548	-0.1551
Si	0.0141	0.0215	0.0549
Si	-0.1832	0.0932	-0.0533
Si	-0.1441	0.044	-0.2225
Si	0.0143	0.1433	0.0228
Si	-0.1388	0.025	-0.2197
Si	0.1523	-0.0496	0.0913
Si	0.0681	0.1403	-0.0524
Si	-0.0155	0.0231	0.1778
Si	0.1424	0.0081	-0.0375
Si	0.0567	-0.066	-0.0541
Si	0.0156	-0.0354	-0.0592
Si	0.0463	0.0125	-0.084
Si	-0.0293	-0.0388	0.1822
Si	-0.0437	-0.0432	-0.045
Si	-0.0884	0.0433	0.1126
Si	0.1093	0.0063	0.1827
Si	0.0071	-0.0393	0.0607
Si	0.0627	-0.0839	-0.0365
Si	0.0872	0.0081	0.1448
Si	0.0039	0.0742	0.0594
Si	0.0439	0.0421	-0.1164
Si	0.0092	-0.0519	0.0354
Si	0.0216	0.0134	-0.1334
Si	0.0028	-0.03	-0.0312
Si	0.0079	-0.0098	-0.0622
Si	-0.1237	-0.0781	-0.0484
Si	0.2064	-0.0429	-0.0846
Si	-0.0173	-0.022	0.102
Si	0.022	-0.0076	0.1531
Si	0.0515	0.0044	-0.0946
Si	0.094	-0.1083	0.0971
Si	-0.0355	-0.0466	-0.0833
Si	-0.1102	0.1076	-0.0246
Si	-0.0859	-0.0971	0.0378
Si	-0.0069	-0.0008	0.0625
Si	0.0169	0.0162	-0.1168
Si	-0.0057	-0.0705	-0.0029
Si	0.3099	0.0429	-0.1934
Si	-0.0895	0.0428	0.1572
Si	0.1669	0.053	-0.1057
Si	0.0118	-0.0459	-0.0002
Si	-0.0218	0.0586	0.1765
Si	0.1478	-0.0751	-0.1361
Si	0.1065	0.0153	0.0248
Si	0.0616	-0.0683	-0.1226
Si	-0.0246	0.0918	0.2072
Si	0.049	-0.0094	-0.0969
Si	-0.0967	-0.0738	-0.0182
Si	-0.1297	-0.0957	-0.0346
Si	0.1276	0.0392	-0.0815
Si	0.0492	0.1344	-0.1271
Si	0.1247	-0.0083	-0.0655
Si	-0.0579	0.0489	-0.022
Si	0.0108	-0.0133	0.0057
Si	-0.0325	-0.0574	0.0691
Si	0.0271	-0.0773	-0.0048
Si	-0.048	0.0028	0.0841
Si	0.101	-0.1048	0.1475
Si	0.0775	0.0153	0.0451
Si	-0.08	0.1334	0.1151
Si	-0.1722	0.0107	0.053
Si	-0.1129	-0.0422	0.0746
Si	0.0647	0.0208	0.1697
Si	0.1248	0.0307	0.1409
Si	-0.1431	-0.0171	0.0512
Si	-0.0467	-0.0889	0.1015
Si	0.1099	0.019	0.0591
Si	0.0949	-0.1267	-0.0709
Si	-0.0726	-0.0406	0.0486
Si	-0.0193	-0.0528	-0.0889
Si	-0.0453	-0.0103	-0.0755
Si	-0.0182	0.0475	-0.2523
Si	-0.0252	-0.0057	0.0155
Si	-0.0422	-0.0648	0.1328
Si	0.1071	-0.0429	0.0297
Si	-0.0163	0.0806	-0.1338
Si	-0.0037	-0.0534	-0.0024
Si	-0.0177	0.1311	0.0677
Si	0.006	0.0108	-0.1144
Si	0.0264	0.0945	0.0863
Si	0.0373	0.0019	0.0882
Si	0.1547	0.0634	-0.0263
Si	-0.053	0.0403	-0.0937
Si	-0.0031	0	-0.0026
Si	0.0095	-0.0146	0.0056
Si	-0.009	0.007	0.0087
Si	0.001	-0.0038	0.0089
Si	0.0044	-0.0019	0.0034
Si	0.0089	0.0022	0.009
Si	-0.0073	-0.0033	0.0086
Si	-0.0013	-0.005	-0.0033
Si	0.0032	0.0006	-0.0049
Si	0.0021	0.0101	0.0001
Si	-0.0095	-0.0036	0.0158
Si	-0.0104	-0.0049	-0.0021
Si	-0.0046	0.0025	-0.0041
Si	0.0002	-0.0004	0.01
Si	0.0075	0.0064	0.0038
Si	0.0069	0.0087	0.0057
Si	0.0058	0.0059	0.0071
Si	0.0028	-0.0045	0.0081
Si	0.0061	0.0078	-0.0029
Si	0.014	0.0064	0.0089
Si	-0.0167	0.0009	0.005
Si	-0.0021	-0.0119	0.0061
Si	0.0042	0.0126	-0.0005
Si	-0.0005	0.008	0.0031
Si	-0.0051	0.0099	0.0115
Si	0.0004	-0.0148	0.0122
Si	-0.0028	-0.0042	0.0093
Si	0.0053	0.0002	0.0028
Si	-0.0113	-0.0029	0.003
Si	0.0048	-0.006	0.0048
Si	-0.0016	0.0019	0.0093
Si	0.0022	0.0061	-0.0012
Si	-0.0031	0.0022	0.0025
Si	-0.006	0.0052	0.0036
Si	-0.0071	0.0005	0.0054
Si	0.0035	-0.0048	0.0137
Si	0.0035	-0.0001	-0.002
Si	-0.0027	0.0032	-0.0016
Si	-0.0111	0.0018	-0.0001
Si	-0.0029	0.0099	-0.0021
Si	0.0098	-0.0028	-0.001
Si	-0.0014	-0.0021	0.0015
Si	0.0023	-0.0009	-0.003
Si	-0.0031	-0.0089	-0.0009
Si	0.0035	-0.0027	-0.0027
Si	-0.0023	-0.0009	-0.0037
Si	-0.0096	-0.0037	0.0019
Si	0.0033	0.0041	-0.0101
Si	-0.003	-0.0005	0.0003
Si	0.001	0.0042	0.0004
Si	0.0023	-0.0002	0.0009
Si	0.0046	-0.0061	-0.0053
Si	0.0094	-0.0045	-0.0036
Si	-0.0026	-0.0109	-0.0038
Si	-0.0015	0.003	-0.0022
Si	0.0053	-0.0053	0.0027
Si	0.0014	0.0027	-0.0053
Si	-0.0022	0.0099	-0.0017
Si	-0.0014	-0.0016	-0.0004
Si	-0.0006	0.005	-0.0032
Si	0.0008	-0.0023	0.0035
Si	-0.0005	-0.0052	-0.007
Si	0.0028	-0.0057	-0.0035
Si	0.0049	-0.0005	-0.0048
Si	0.0033	0.0015	-0.0067
Si	-0.0044	0.0054	0.0003
Si	0.001	-0.006	-0.0041
Si	0.0021	0.0061	0.0009
Si	0.0027	0.0014	0.0012
Si	-0.0043	-0.0004	0.0004
Si	-0.0041	-0.0001	-0.0056
Si	0.0026	-0.0049	-0.0065
Si	0.0036	0.0049	-0.0075
Si	0.009	0.0143	-0.0045
Si	-0.0081	-0.0102	-0.0012
Si	-0.011	-0.0129	0.0004
Si	0.0023	0.001	0.0024
Si	-0.0054	-0.0111	-0.0032
Si	0.0053	0.001	-0.0065
Si	0.0002	0.0024	-0.0026
Si	-0.0066	-0.0026	-0.0025
Si	-0.0024	-0.0021	-0.0021
Si	0.0058	0.014	0.0002
Si	0.0039	0.0018	0.0009
Si	-0.0055	-0.0012	-0.0025
Si	-0.0089	-0.0126	-0.0015
Si	0.0029	0.0011	-0.0069
Si	0.0092	0.0126	0.0003
Si	-0.0059	-0.0081	-0.0034
Si	-0.0003	-0.0044	-0.0033
Si	0.0006	-0.0038	-0.0047
Si	0.0051	0.0014	-0.0102
Si	-0.0045	-0.0034	-0.0012
Si	-0.0034	-0.0053	-0.0029
Si	0.0188	0.0175	0.0001
Si	-0.0004	-0.0062	0.0014
Si	-0.008	-0.0062	0.0013
Si	-0.0035	-0.0007	-0.0017
Si	0.0106	0.0069	-0.0053
Si	-0.0082	-0.0072	-0.0002
Si	-0.0004	0.0001	-0.0095
Si	0.0053	0.0099	-0.0016
Si	0.0009	0.0053	-0.0001
Si	-0.0071	-0.0159	-0.0035
Si	-0.0044	0.0048	-0.0035
Si	0.0092	0.0049	-0.0031
Si	-0.004	-0.0072	-0.0046
Si	0.0042	0.0043	-0.0049
Si	0.0048	-0.004	-0.0001
Si	0.0006	-0.0074	0.001
Si	-0.0012	0.0074	0
Si	-0.0027	0.0027	-0.0009
Si	0.0003	0.0025	-0.0002
Si	0.002	0.002	0.0008
Si	-0.0057	0.0005	-0.0035
Si	0.0003	-0.0038	0.0018
Si	0.0004	-0.0024	0.0027
Si	0.004	-0.0023	-0.0003
Si	0.0019	0.0003	-0.0047
Si	-0.0043	-0.0027	0.0011
Si	0.001	0.0007	-0.0002
Si	0.0012	0.0047	0.0018
Si	0.0007	-0.0037	0.003
Si	0.0002	0.0019	-0.0062
Si	-0.0055	0.006	0
Si	0.0022	0.001	-0.0016
Si	-0.0037	0.0091	0.0006
Si	0.0028	-0.0026	0.0001
Si	0.0012	-0.0035	-0.0065
Si	0.0092	0.0028	-0.0005
Si	0.0047	-0.0067	-0.0025
Si	-0.0057	0.0032	0.0023
Si	0.0017	-0.0004	0.0035
Si	0.0044	-0.0058	-0.0006
Si	0.0073	-0.0047	-0.0025
Si	-0.0024	0.0007	0.0051
Si	-0.0052	-0.0041	-0.0013
Si	-0.0006	0.0059	-0.0012
Si	0.0014	-0.0063	0.0018
Si	0.0014	0.0039	-0.0014
Si	0.0004	-0.0001	0.0003
Si	0.0002	-0.0062	0.0007
Si	-0.0069	0.0064	0
Si	-0.0029	0.0009	0.0021
Si	0.0057	-0.0005	0.0001
Si	0.0059	0.0006	-0.0016
Si	-0.0058	0.0011	-0.0025
Si	-0.0048	-0.0021	-0.0021
Si	-0.0009	-0.0039	0
Si	-0.0029	-0.0002	0.0002
Si	0.0074	-0.0008	-0.0016
Si	-0.003	-0.0054	0.0006
Si	0.0013	0.0039	-0.0012
Si	-0.0016	-0.0026	-0.0009
Si	-0.0039	0.0009	-0.0014
Si	-0.0017	0.0022	-0.0007
Si	-0.0012	0.0024	-0.0009
Si	-0.0031	-0.0049	-0.0014
Si	-0.0006	-0.0031	0
Si	-0.0028	-0.0036	-0.0015
Si	0.0013	-0.0019	-0.0026
Si	0.0041	-0.0025	-0.0031
Si	0.0058	-0.0008	-0.0006
Si	0.0033	-0.0034	0.0011
Si	-0.0032	0.0014	-0.0012
Si	-0.0027	0.0023	-0.0034
Si	0.0031	0.0068	-0.0004
Si	0.005	0.0082	0.0002
Si	-0.0038	-0.0028	0.0002
Si	0.0023	-0.0001	-0.0009
Si	-0.0007	0.0017	0.0002
Si	-0.006	-0.0049	0.001
Si	0.0056	0.0051	-0.0008
Si	-0.0003	-0.0026	-0.0017
Si	-0.0003	0.0093	-0.0021
Si	-0.0029	0.0001	-0.0005
Si	-0.0017	-0.0066	0.0005
Si	0.0009	-0.0032	0.0001
Si	-0.0023	-0.0008	-0.0022
Si	0.0056	-0.0025	-0.0025
Si	-0.0015	-0.0023	0.0014
Si	0.002	-0.0016	0.0016
Si	0.0042	0.0032	0.0011
Si	0.0004	-0.0039	0
Si	-0.0016	-0.0021	-0.0016
Si	-0.0005	0.002	-0.0032
Si	-0.0046	0.0025	-0.0019
Si	-0.0025	0.0027	0.0011
Si	0.0001	-0.0029	0.0018
Si	0.0006	0.0033	-0.0002
Si	0.002	0.0004	0.0004
Si	0.0003	-0.0046	-0.0009
Si	0.0001	-0.0024	0.0017
Si	0	-0.0021	-0.0002
Si	0.0005	-0.0011	-0.0001
Si	0.0046	0.0043	-0.0039
Si	0.002	0.0025	-0.0016
Si	-0.0032	0.0065	0.0001
Si	-0.0049	0.0011	0.0022
Si	0.0019	0.0002	-0.0004
Si	0.0108	-0.0033	-0.0021
Si	0.0016	0.0013	-0.0009
Si	0.0014	-0.0059	0.0001
Si	0.0007	-0.0022	0.0008
Si	-0.0015	-0.0019	-0.0008
Si	-0.0013	0.0003	0.0005
Si	0.0059	-0.0022	0.0031
Si	-0.0026	-0.0022	-0.0009
Si	-0.0044	0.003	-0.0002
Si	0.0006	0.0014	-0.0023
Si	0.0011	-0.0057	0.0006
Si	0.0067	-0.0045	0.0002
Si	-0.0006	0.0049	-0.0003
Si	0.0015	0.003	0.0001
Si	-0.0009	0.0021	-0.0007
Si	-0.0056	0.001	0.0012
Si	0.001	-0.0023	0.0011
Si	-0.0034	0.0008	0.0001
Si	-0.0037	0.0023	-0.0015
Si	-0.0047	0.004	-0.0003
Si	0.0015	0	-0.0003
Si	0.008	-0.0051	-0.0008
Si	0.0025	-0.001	0.001
Si	0.0019	-0.0028	0.0001
Si	-0.0014	0.0005	-0.001
Si	-0.001	-0.0006	0.0006
Si	-0.0014	0.0006	-0.0016
Si	-0.0019	0.001	-0.0012
Si	0.0011	-0.0065	0.0012
Si	-0.0009	0.0021	0.0003
Si	-0.0015	0.0012	-0.0001
Si	-0.0022	-0.0049	0.0009
Si	-0.0009	0.0022	0.0012
Si	0.0037	-0.0026	0.0012
Si	0.0027	0.0049	0.001
Si	-0.0075	0.0002	-0.0002
Si	-0.0002	0.0028	-0.0001
Si	0.0019	0.0017	-0.0004
Si	0.0059	-0.0017	-0.002
Si	0.0058	-0.0034	-0.0019
Si	0.0018	-0.0014	-0.0019
Si	-0.0017	-0.0035	0.0006
Si	-0.0028	0.0023	0
Si	-0.0012	0.0055	-0.0021
Si	0.0029	0.003	-0.0017
Si	0.0002	-0.0018	-0.0004
Si	-0.002	0.0019	-0.0026
Si	-0.0007	0.0028	-0.0014
Si	0.0011	-0.002	0.0001
Si	0.0037	-0.009	-0.0017
Si	0.0007	-0.0025	-0.0011
Si	0.0002	0.0036	-0.0003
Si	-0.0034	-0.0062	-0.0027
Si	0.0042	-0.0035	0.0012
Si	0.0052	0.0068	0.0001
Si	0.0015	-0.0028	0.0015
Si	-0.0015	0.0007	0.0007
Si	-0.0048	0.004	-0.0017
Si	-0.0019	0.0015	0.0004
Si	-0.0014	0.0066	-0.0001
Si	0.0041	0.0025	0.0008
Si	0.0012	-0.0003	-0.0016
Si	-0.0028	-0.0054	-0.0003
Si	0	-0.0021	0.0003
Si	-0.0014	-0.0018	0.0011
Si	-0.0008	-0.0012	0.0002
Si	-0.0009	0.0001	-0.0011
Si	0.0053	0.0054	-0.0017
Si	0.0015	0.0013	-0.0004
Si	-0.0004	-0.0013	0
Si	-0.0052	-0.0054	-0.0001
Si	0.0094	0.0033	-0.0022
Si	0.0069	0.0013	0.0013
Si	0.0009	-0.0009	-0.0013
Si	0.003	0.0017	-0.0035
Si	-0.003	0.0033	-0.0023
Si	0.0002	0	-0.0021
Si	-0.0025	0.001	0.0004
Si	-0.0051	-0.0034	-0.0021
Si	0.0086	0.0024	-0.0022
Si	0.0027	-0.0002	0.0005
Si	-0.0027	-0.0042	0.0027
Si	0.0027	0.0006	0.0021
Si	0.0021	-0.0046	-0.0006
Si	-0.0012	0.0024	0.0008
Si	-0.001	0.0044	-0.0006
Si	-0.0037	-0.0015	-0.0025
Si	0.0037	-0.0025	-0.0017
Si	0.0015	-0.0021	-0.0011
Si	-0.0023	-0.0027	0.0021
Si	-0.0017	0.0038	0.0011
Si	0.0011	-0.0001	0.0019
Si	-0.003	0.0032	0.0036
Si	-0.0014	0.003	0.0007
Si	-0.0013	-0.001	0.0009
Si	0.0014	-0.0065	0.0017
Si	0.0004	-0.0035	0.0006
Si	0.0016	0.006	-0.001
Si	-0.0004	0.0009	-0.0027
Si	-0.0002	-0.0043	-0.0001
Si	-0.0001	0.0011	0.0013
Si	0.0079	-0.0026	0.0005
Si	0.0016	0.002	-0.0003
Si	-0.0037	0.0044	0.0007
Si	-0.0063	-0.0013	-0.0007
Si	0.0036	0.0018	0.0042
Si	0.0113	-0.0047	-0.0003
Si	-0.01	0.0042	-0.0023
Si	-0.003	0.0011	0.0001
Si	0.0043	0.006	0.0031
Si	0.0002	-0.0037	0.0024
Si	0.0054	-0.0051	-0.0023
Si	0.0013	0.0034	-0.0001
Si	-0.0034	-0.0036	0.0034
Si	0.0031	0.0017	0.0029
Si	-0.0062	0.0031	0.0011
Si	-0.0058	-0.0005	0.0005
Si	0.0125	-0.0019	0.0026
Si	-0.0008	-0.0015	0.0029
Si	0.0034	0	0.0001
Si	0.0001	0.0037	0.0037
Si	0.001	-0.0011	-0.0006
Si	0.0016	-0.0024	-0.0007
Si	-0.0007	0.001	0.0002
Si	-0.0001	-0.0072	-0.0029
Si	0.0036	0.0074	-0.0041
Si	-0.0006	0.0058	0.0033
Si	0.0012	0.0063	-0.0007
Si	-0.0038	-0.0048	0.0057
Si	-0.0011	-0.0025	0.0056
Si	0.0003	0.0048	0.0013
Si	0.0046	0.0045	0.0021
Si	-0.0022	0.0038	-0.0041
Si	-0.0019	-0.0006	-0.002
Si	-0.0023	-0.0036	0.0002
Si	-0.001	0	-0.0009
Si	0.002	-0.0098	-0.0015
Si	0.0026	0.0011	0.002
Si	0.001	0.0007	0.0005
Si	0.0075	0.0025	-0.0033
Si	-0.0013	0.0028	-0.0018
Si	0	0.0023	0.0016
Si	0.0097	0.0026	-0.0009
Si	-0.0068	-0.0055	0.0047
Si	-0.0015	-0.0047	-0.002
Si	-0.0014	-0.0038	-0.0023
Si	0.0016	0.0062	-0.001
Si	0.0054	0.0068	0.0054
Si	-0.0004	-0.0034	0.0023
Si	0.0074	0.0017	0.0094
Si	0.0018	0.0023	-0.0043
Si	0.0043	0.0089	-0.0025
Si	-0.0014	0.003	0.0026
Si	-0.0122	-0.0083	0.0023
Si	0.0014	0.0012	0.0017
Si	-0.0047	-0.0144	0.0017
Si	0.0003	0.0045	-0.0017
Si	0.0026	-0.0052	0.0017
Si	0.0026	-0.0055	-0.0023
Si	0.0028	0.009	-0.0023
Si	-0.0031	0.0109	0.0031
Si	0.0081	-0.0095	0.003
Si	0.0015	0.0041	0.0052
Si	0.0074	-0.0125	0.0021
Si	-0.0002	0.0087	0.0068
Si	-0.0109	0.0177	0.0026
Si	-0.0022	-0.0113	0.0044
Si	-0.0054	0.005	0.0048
Si	0.0016	0.0036	0.0042
Si	-0.0011	0.0018	0.0008
Si	-0.0023	0	0.002
Si	0.0001	-0.0097	0.0009
Si	0.0024	0.0009	0.0051
Si	0.0052	-0.0043	-0.0001
Si	0.0017	0.0062	0.0022
Si	-0.0009	-0.0031	0.0026
Si	-0.0023	0.0018	0.0091
Si	-0.0006	-0.0002	0.0037
Si	0.0034	-0.009	0.0035
Si	0.0039	-0.0021	0.0073
Si	-0.0055	0.0088	0.0017
Si	0.0041	-0.0071	-0.0001
Si	0.0132	-0.0034	0.0058
Si	-0.0194	0.0056	-0.006
Si	0.0078	-0.0034	0.0021
Si	-0.0239	0.0189	0.0027
Si	0.0102	0.0045	-0.0049
Si	0.0065	-0.0107	0.0025
Si	0.0013	-0.0034	0.0041
Si	0.0084	-0.0023	-0.0051
Si	0.0034	-0.0069	0.0115
Si	0.0078	0.0088	0.0037
Si	0.002	-0.004	0.0006
Si	-0.0151	0.0173	0.0034
Si	0.0012	0.0046	-0.0023
Si	0.0044	-0.0144	-0.0027
Si	-0.0039	-0.008	0.0057
Si	-0.0007	-0.0047	0.0007
Si	-0.0024	-0.0032	0.0011
Si	-0.0024	-0.0045	0.0019
Si	-0.0009	-0.0079	0.0045
Si	0.0032	-0.0034	0.0004
Si	0.001	-0.0003	0.0008
Si	0.0013	-0.0006	0.0125
Si	-0.0033	0.0021	0.0074
Si	0.0059	0.0008	0.0045
Si	0.002	0.0021	0.0035
Si	-0.0099	-0.0005	0.0036
Si	0.0001	0.0029	0.009
Si	0.0099	0.0099	0.0036
Si	0.0023	-0.0007	0.0013
Si	-0.0049	0.0052	-0.004
Si	0.0013	-0.0086	0.0021
Si	0.009	0.011	0.0015
Si	0.0021	-0.0095	-0.0038
Si	-0.0025	0.0062	0.0039
Si	0.0005	0.0096	-0.005
Si	0.0092	-0.0049	-0.0031
Si	0.0001	0.0126	0.0075
Si	0.0143	0.0085	-0.0066
Si	0.0004	0.0024	0.0096
Si	0.0115	-0.0059	0.0021
Si	-0.0059	0.005	-0.0014
Si	-0.0093	-0.0002	0.0056
Si	0.0126	0.0048	-0.0005
Si	0.0001	0.0083	-0.0035
Si	-0.0131	-0.0062	-0.0048
Si	-0.0009	-0.0053	0.007
Si	-0.001	0.0063	0.0047
Si	0.0055	-0.0025	-0.0023
Si	0.0018	-0.0075	0.0096
Si	-0.0016	0.0079	0.0035
O	0.0424	-0.2705	0.6181
O	0.0035	-0.0662	-0.1921
O	-0.2496	-0.0977	-0.0107
O	-0.0755	-0.1971	0.2323
O	-0.2011	0.0493	0.1824
O	0.1636	-0.0394	0.0083
O	-0.4068	-0.2737	0.0057
O	0.4729	-0.393	-0.0951
O	0.1752	0.159	0.3194
O	-0.5776	0.0508	0.2991
O	0.2668	0.2114	0.1447
O	0.533	-0.2462	-0.0365
O	0.0391	-0.0842	0.2122
O	0.681	-0.0865	-0.4636
O	0.2075	0.1709	0.4043
O	-0.0788	0.0477	0.1997
O	-0.2829	0.4889	0.422
O	0.1214	-0.1568	-0.2647
O	-0.0799	0.2318	0.494
O	0.049	0.4775	0.105
O	-0.2061	-0.4125	0.4128
O	0.4039	-0.0501	-0.2702
O	0.3919	0.4635	0.1209
O	-0.2733	0.376	0.5334
O	0.2687	0.3662	0.0721
O	-0.1005	0.175	0.2373
O	-0.0591	0.2734	-0.2564
O	0.0418	-0.0457	0.2501
O	-0.0757	-0.3772	0.1862
O	0.552	-0.2845	-0.0796
O	-0.1473	-0.1792	-0.3138
O	-0.3343	-0.2371	-0.3028
O	0.0581	0.4281	-0.5354
O	-0.04	-0.3939	0.0986
O	-0.1287	0.3059	0.5005
O	0.1323	0.0947	0.5125
O	0.1581	-0.1123	-0.3921
O	-0.0957	-0.4139	0.1098
O	-0.5603	-0.3363	-0.0239
O	0.2789	0.1754	0.482
O	-0.1303	-0.1687	0.0371
O	-0.0129	0.0206	0.0906
O	0.2775	-0.506	-0.1194
O	-0.0667	0.0771	-0.0355
O	0.3803	0.2229	-0.0085
O	-0.394	-0.2445	-0.3841
O	-0.059	0.1458	-0.0735
O	-0.6217	0.2612	-0.1642
O	0.2436	0.5025	-0.0029
O	-0.1136	-0.1081	-0.3278
O	0.2299	0.0513	-0.5316
O	-0.158	0.07	-0.4736
O	-0.1337	-0.2229	-0.2329
O	0.2187	0.2316	-0.0148
O	-0.2855	-0.2851	-0.2475
O	-0.22	0.3809	0.2905
O	-0.3241	-0.2117	-0.1891
O	-0.0454	-0.0286	-0.4032
O	0.1998	-0.4138	-0.1282
O	0.581	-0.087	-0.5069
O	-0.0805	0.0179	0.5101
O	0.0601	0.4054	-0.2753
O	-0.4975	0.5834	-0.1528
O	-0.2517	0.2337	0.2735
O	-0.4334	0.1978	0.6091
O	0.007	-0.1896	0.3749
O	-0.2968	0.3054	0.4643
O	-0.1752	-0.015	-0.3729
O	-0.0343	0.0171	0.6631
O	0.2234	-0.3793	0.1622
O	-0.0622	0.0541	-0.0601
O	0.1318	-0.0653	-0.1834
O	-0.0545	0.0607	0.3073
O	-0.1019	-0.174	-0.0895
O	0.2731	0.0742	-0.0075
O	0.2145	-0.0737	-0.4203
O	0.223	0.1108	-0.5058
O	-0.0802	0.0963	-0.0747
O	-0.2265	0.085	-0.6135
O	-0.4324	-0.1594	0.1907
O	-0.292	0.0698	0.1683
O	0.5212	0.2788	0.01
O	0.2493	-0.149	0.2801
O	0.1771	-0.1536	0.1692
O	0.4065	-0.0543	0.4026
O	-0.5539	0.0394	0.1483
O	0.0614	0.4853	0.0031
O	0.2816	0.2989	-0.3153
O	-0.2851	0.0671	0.2188
O	0.1083	0.2124	-0.3517
O	-0.0111	-0.1349	-0.1563
O	-0.4235	-0.0463	0.0307
O	0.1311	0.285	0.4822
O	0.036	-0.1579	-0.1251
O	-0.193	0.6467	0.1223
O	0.1774	0.0372	-0.1775
O	-0.2965	-0.086	0.3109
O	0.2026	0.5044	-0.1382
O	0.6257	-0.1915	0.5428
O	-0.347	-0.2791	-0.3113
O	-0.2407	0.2352	-0.4815
O	0.6692	-0.2763	0.2492
O	-0.0453	-0.3828	0.0306
O	0.0424	-0.559	-0.3884
O	-0.0152	-0.1174	-0.5291
O	0.2905	0.1258	-0.0389
O	0.2467	-0.1053	-0.1376
O	-0.1747	-0.1894	0.3847
O	-0.0434	0.3988	-0.3391
O	0.3819	0.2802	0.4326
O	-0.1316	0.2078	-0.5451
O	-0.1162	-0.072	0.3631
O	-0.2633	0.0721	0.1955
O	0.1642	0.0289	-0.3921
O	-0.2255	0.2216	-0.471
O	0.0057	-0.0829	-0.3147
O	0.3974	-0.3823	-0.4098
O	0.4305	0.2788	-0.4075
O	-0.4854	0.0644	0.1801
O	-0.1393	0.3567	-0.0869
O	-0.2401	-0.3418	0.3283
O	0.2817	-0.4269	-0.0676
O	0.0526	-0.0117	-0.391
O	-0.1941	0.0118	0.0451
O	-0.1607	-0.1279	-0.3942
O	0.1011	-0.5785	-0.1659
O	-0.0831	0.0107	-0.4829
O	-0.242	0.1351	0.1731
O	-0.1125	-0.1491	-0.2815
O	-0.5136	0.1073	-0.0426
O	-0.167	-0.1819	-0.4045
O	-0.5004	-0.0913	0.256
O	-0.0031	-0.0014	-0.3989
O	0.1115	0.0001	-0.4204
O	-0.0741	0.062	-0.1659
O	-0.6658	0.3535	-0.0591
O	0.4154	0.069	0.65
O	0.0973	-0.0726	0.5053
O	0.3307	0.6072	0.0206
O	0.1422	0.1045	0.4567
O	0.1036	-0.1275	-0.5486
O	0.0268	-0.2857	-0.153
O	-0.3694	0.1833	-0.4269
O	-0.2572	0.1739	-0.1038
O	-0.1874	0.128	0.3157
O	0.2817	0.0666	-0.2827
O	-0.2415	-0.2223	-0.1216
O	-0.1714	-0.2764	-0.4132
O	-0.2592	0.1517	0.1811
O	-0.1363	0.0511	-0.3278
O	0.0147	-0.0492	-0.0515
O	0.0177	-0.414	-0.189
O	-0.2203	0.3081	-0.4372
O	0.1269	0.1577	0.3506
O	0.0964	0.1888	-0.4511
O	0.1835	-0.175	-0.4117
O	0.4742	-0.2626	0.0838
O	-0.2796	-0.4519	-0.2814
O	0.2585	-0.2013	0.4266
O	-0.5027	-0.2999	-0.1648
O	-0.2116	0.0907	-0.6657
O	-0.1384	0.0389	-0.0369
O	-0.115	0.134	-0.4187
O	0.2793	-0.3805	-0.278
O	0.6631	-0.1592	-0.2058
O	-0.1475	-0.3119	-0.0106
O	-0.0909	0.0939	0.1967
O	0.0748	-0.0605	-0.1535
O	-0.19	-0.0703	-0.1993
O	-0.0042	-0.0773	-0.2837
O	-0.6332	-0.584	0.3145
O	-0.0568	0.4664	0.1422
O	-0.0701	0.1586	0.554
O	0.2158	-0.1291	0.0798
O	-0.2841	0.3018	-0.0906
O	-0.5748	0.2098	-0.0751
O	-0.3311	0.0589	0.1469
O	0.1913	0.3526	0.3611
O	-0.0783	0.0261	0.185
O	0.1842	-0.0879	-0.295
O	-0.0379	-0.4867	-0.2613
O	-0.048	-0.145	0.1814
O	0.3233	-0.1437	0.5297
O	-0.1706	0.5718	0.1428
O	0.4063	-0.0315	-0.3636
O	0.2489	-0.4286	0.2343
O	0.2908	-0.0376	0.0304
O	-0.4753	-0.3023	0.0334
O	0.384	-0.4796	-0.2655
O	0.3923	-0.4174	-0.1231
O	0.4566	0.1976	-0.2617
O	-0.3245	-0.0888	-0.0759
O	0.3326	0.5442	-0.0661
O	-0.1158	0.6038	0.164
O	0.0304	-0.3329	-0.3656
O	0.0274	0.2505	0.1704
O	-0.3259	0.2179	0.2595
O	-0.4645	-0.0217	0.3667
O	0.0255	-0.5122	0.2592
O	0.4468	0.5815	0.2115
O	-0.2372	0.081	-0.2834
O	-0.2019	-0.0852	0.0902
O	-0.0874	-0.5527	0.0641
O	-0.4604	0.1662	0.0332
O	0.1109	0.2552	-0.0942
O	-0.0462	-0.441	0.1797
O	-0.2156	-0.0483	0.7622
O	0.6635	0.0669	0.3487
O	0.261	-0.5081	0.2706
O	0.1319	0.2139	-0.3301
O	0.5721	-0.151	-0.3745
O	0.212	-0.2192	-0.1913
O	-0.1938	0.2079	0.0257
O	-0.5996	0.0614	-0.3002
O	0.2723	-0.2981	0.3211
O	-0.2166	-0.0139	-0.193
O	-0.1749	-0.2893	-0.0707
O	-0.25	-0.0739	0.2948
O	-0.1462	-0.5157	0.181
O	-0.0834	0.4993	0.442
O	-0.0828	-0.122	0.0618
O	-0.4233	-0.155	-0.6635
O	0.0205	-0.2557	-0.386
O	0.1297	-0.1939	-0.4676
O	-0.1394	0.6991	-0.1551
O	0.2673	-0.3368	0.0005
O	-0.0559	0.0509	-0.3678
O	-0.2412	0.047	0.4312
O	0.1012	-0.2115	-0.0594
O	-0.0819	-0.1032	-0.2934
O	-0.0276	-0.2558	0.2017
O	0.2964	-0.0912	0.4663
O	0.2936	-0.2341	0.5314
O	0.4457	-0.2456	0.0236
O	-0.3466	0.0471	-0.1904
O	0.0315	-0.2317	-0.1547
O	0.4959	-0.3604	-0.1364
O	0.0076	0.1101	0.1848
O	-0.2074	-0.0657	0.2784
O	-0.0373	0.7201	-0.1453
O	0.471	-0.3911	0.2664
O	0.3928	-0.3032	-0.3247
O	0.3353	0.1103	0.4939
O	0.7338	0.2762	-0.0927
O	-0.2443	0.0295	0.482
O	0.0165	0.0724	-0.5558
O	0.2969	-0.043	0.0393
O	0.064	0.2028	0.5261
O	-0.2286	0.0927	0.5147
O	0.0348	-0.3459	-0.053
O	0.2521	0.3955	0.2518
O	-0.2581	0.1392	-0.1963
O	-0.4112	0.1617	0.0731
O	-0.6528	-0.2695	-0.0145
O	-0.0208	0.6409	-0.1056
O	0.4573	-0.2458	-0.4907
O	0.4666	0.1132	0.0123
O	-0.0384	0.3912	-0.2652
O	-0.5585	0.2015	-0.0633
O	0.0477	-0.0162	-0.0376
O	0.0036	0.0665	0.6779
O	-0.1268	0.074	-0.0224
O	0.4124	0.0678	0.2317
O	0.1567	0.4238	0.0403
O	0.5118	0.3259	-0.036
O	0.3731	0.4699	0.2624
O	-0.278	-0.1661	-0.4081
O	0.2275	0.0885	0.2812
O	0.1576	0.4966	0.2368
O	-0.1491	0.3505	0.1436
O	0.3461	0.3843	-0.3352
O	0.1533	-0.1491	-0.3108
O	0.1798	-0.3091	0.4636
O	0.1489	0.5786	0.2232
O	-0.3501	-0.2886	0.3681
O	-0.4494	0.189	-0.5156
O	-0.222	0.2166	0.2053
O	0.3215	-0.3735	0.2828
O	0.2661	-0.5753	-0.1198
O	-0.248	0.1824	0.1964
O	-0.2635	-0.2718	0.2673
O	-0.3138	-0.0591	-0.1998
O	-0.0513	-0.315	0.4415
O	0.1575	-0.2726	0.2986
O	-0.1701	-0.261	0.2297
O	-0.243	0.305	0.3652
O	0.0211	-0.271	-0.3392
O	-0.072	0.1776	0.7113
